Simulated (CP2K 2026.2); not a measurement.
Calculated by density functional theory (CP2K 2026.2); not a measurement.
Periodic cell of 1182 atoms, Si850O332, from a study of silicon, its oxide and their interface. The atomic structure is a simulated model.
Doubt: the forces sum to 2.52 eV/angstrom along one axis rather than to zero, so they err by at least 0.0021 eV/angstrom per atom on average; the grid cutoff is modest.

Settings: functional PBE; method Gaussian and plane waves; basis set DZVP-MOLOPT-SR-GTH; pseudopotentials GTH-PBE; grid cutoff 400 Ry, relative cutoff 50 Ry; k points Gamma only; occupations fixed; spin none; net charge 0.

Cell vectors (angstrom)
a	16.4025	0	0
b	0	32.805	0
c	0	0	40.1495

Atoms: element, x, y, z (angstrom)
Si	0.2364	-0.0587	0.1876
Si	2.8851	3.0234	0.002
Si	0.4829	4.9711	0.2054
Si	3.6685	7.8944	0.0752
Si	-0.3101	10.824	0.0906
Si	2.1133	13.6757	-0.2237
Si	0.1614	16.1933	-0.0816
Si	3.1481	19.0885	-0.2392
Si	-0.2115	22.2455	0.2954
Si	2.527	24.8885	-0.1724
Si	0.3272	27.1117	0.0458
Si	2.2631	30.4106	-0.3463
Si	5.6976	0.016	-0.0253
Si	7.98	2.7235	-0.1499
Si	5.0388	5.9979	0.4633
Si	7.9333	8.2878	0.2565
Si	6.0454	10.8733	-0.1908
Si	8.3321	14.0575	-0.0296
Si	5.8578	16.1109	0.0034
Si	8.3378	19.0414	0.4122
Si	6.0755	21.2385	0.1461
Si	8.4014	24.6613	-0.3855
Si	5.1257	27.8479	-0.2783
Si	7.7917	30.4744	0.2185
Si	11.467	-0.8773	-0.1035
Si	14.4447	2.1169	-0.2205
Si	11.3182	5.3664	-0.4553
Si	13.4387	8.5281	0.2002
Si	11.2889	10.7649	0.2535
Si	13.9983	13.1267	0.2079
Si	10.5199	16.7911	0.1061
Si	13.3949	19.2752	0.4296
Si	11.2748	21.5576	0.1733
Si	13.989	24.5379	0.0504
Si	11.0301	27.2138	-0.2732
Si	13.529	30.6959	-0.4879
Si	1.6681	1.3892	1.3419
Si	4.1793	4.1592	1.5846
Si	1.3799	6.7227	1.4427
Si	4.345	9.7788	1.2795
Si	1.2601	12.1366	1.2975
Si	4.3064	15.0774	1.4105
Si	1.5414	17.7401	1.1311
Si	4.1961	20.4777	1.3607
Si	1.5388	23.3254	1.3633
Si	4.006	26.1718	1.2082
Si	1.4048	28.8139	1.2669
Si	4.0158	31.4787	1.0941
Si	6.969	1.3341	1.4427
Si	9.6225	4.1466	0.9831
Si	6.8673	6.821	1.666
Si	9.6644	9.4856	1.3718
Si	7.1454	12.3515	1.2698
Si	9.6559	15.1545	1.5662
Si	6.8782	17.6689	1.5288
Si	9.604	20.5518	1.577
Si	7.0084	23.2504	1.1287
Si	9.5911	25.989	1.1562
Si	6.7301	28.685	1.2916
Si	9.6856	31.3776	1.3958
Si	12.4105	1.1694	0.9118
Si	15.2232	3.7983	1.3472
Si	12.3956	6.6942	1.2231
Si	14.9672	9.5291	1.6488
Si	12.4418	12.1876	1.679
Si	15.06	14.9669	1.2956
Si	12.2436	17.6128	1.5354
Si	15.1532	20.5013	1.4925
Si	12.3419	23.3811	1.3306
Si	15.1531	26.016	1.4285
Si	12.4334	28.428	1.1812
Si	15.0593	31.464	1.2784
Si	0.1911	2.6137	2.785
Si	2.874	-0.019	2.7101
Si	0.0222	8.0988	2.7827
Si	2.8131	5.5295	2.8965
Si	0.0063	13.6062	2.7139
Si	2.7824	10.9172	2.6463
Si	0.19	19.0814	2.6589
Si	2.7832	16.3836	2.6744
Si	0.1311	24.6439	2.7654
Si	2.8605	21.9043	2.6842
Si	-0.0297	30.0554	2.6558
Si	2.7441	27.4619	2.7071
Si	5.6065	2.7315	2.7818
Si	8.3578	-0.0062	2.7561
Si	5.553	8.3589	2.8423
Si	8.3643	5.3805	2.6944
Si	5.6278	13.601	2.7113
Si	8.371	10.9447	2.7442
Si	5.4569	19.0757	2.7728
Si	8.2264	16.3656	2.9555
Si	5.4969	24.6619	2.4763
Si	8.2314	21.9963	2.7646
Si	5.3932	30.1163	2.593
Si	8.1945	27.3181	2.5709
Si	11.0141	2.6733	2.364
Si	13.6819	-0.0076	2.6183
Si	11.0143	8.0603	2.6982
Si	13.7902	5.3337	2.5845
Si	11.0515	13.6947	2.829
Si	13.7215	10.8741	3.0566
Si	10.9812	19.1262	2.8699
Si	13.7176	16.2668	2.7617
Si	10.9342	24.6974	2.6616
Si	13.718	21.9359	2.7541
Si	11.053	29.9094	2.6055
Si	13.7612	27.3233	2.7535
Si	1.4367	4.0808	4.1758
Si	4.2042	1.3549	4.1052
Si	1.4297	9.5351	4.0758
Si	4.1979	6.9264	4.1964
Si	1.4129	14.9986	4.0631
Si	4.1606	12.2747	4.0588
Si	1.4685	20.5139	4.0438
Si	4.1047	17.7133	4.1429
Si	1.4396	26.0557	4.1164
Si	4.208	23.3057	3.9914
Si	1.3858	31.4401	4.0144
Si	4.1236	28.7748	4.0782
Si	6.9666	4.0947	4.1132
Si	9.7248	1.4226	3.9958
Si	6.9653	9.6513	4.1858
Si	9.6378	6.7698	4.1052
Si	6.858	14.9402	4.2269
Si	9.6661	12.3077	4.1595
Si	6.862	20.5226	4.0786
Si	9.5936	17.7832	4.259
Si	6.8378	25.9604	3.9596
Si	9.6375	23.3148	4.1067
Si	6.86	31.4268	4.0059
Si	9.589	28.6467	3.9844
Si	12.3432	4.0003	3.9103
Si	15.0854	1.2945	4.0601
Si	12.2912	9.4306	4.2011
Si	15.0527	6.7155	4.0938
Si	12.3831	15.0174	4.2187
Si	15.1185	12.3149	4.2429
Si	12.3777	20.5413	4.1858
Si	15.1271	17.7382	4.023
Si	12.3463	25.9771	4.0745
Si	15.126	23.2799	4.1363
Si	12.3464	31.3809	4.0019
Si	15.0857	28.7106	4.1061
Si	-0.0126	-0.0192	16.3863
Si	2.7126	2.7022	16.3919
Si	-0.0236	5.4556	16.4071
Si	2.7095	8.192	16.4021
Si	-0.0219	10.9465	16.3971
Si	2.711	13.6786	16.4147
Si	-0.0306	16.4036	16.4036
Si	2.7074	19.146	16.3976
Si	-0.0169	21.876	16.3808
Si	2.7246	24.6257	16.3902
Si	-0.0137	27.3463	16.3941
Si	2.7232	30.0709	16.3932
Si	5.4366	-0.023	16.3982
Si	8.1449	2.6866	16.3913
Si	5.437	5.437	16.3935
Si	8.1584	8.1787	16.4141
Si	5.4331	10.9273	16.4235
Si	8.1736	13.6689	16.4106
Si	5.4474	16.4198	16.4148
Si	8.1902	19.1667	16.4054
Si	5.4572	21.8973	16.3928
Si	8.1927	24.6298	16.3831
Si	5.4651	27.3514	16.3847
Si	8.1635	30.0556	16.3805
Si	10.8925	-0.0363	16.3872
Si	13.6352	2.7135	16.3956
Si	10.8772	5.4357	16.3998
Si	13.6314	8.1932	16.402
Si	10.9024	10.9308	16.4117
Si	13.6446	13.6786	16.4021
Si	10.9175	16.4149	16.4068
Si	13.6503	19.1498	16.4014
Si	10.9212	21.8953	16.4045
Si	13.6475	24.6248	16.3899
Si	10.9119	27.3419	16.3758
Si	13.6488	30.0617	16.384
Si	1.3505	1.3338	17.7636
Si	4.0739	4.0649	17.7568
Si	1.3418	6.8308	17.7697
Si	4.051	9.5614	17.79
Si	1.3313	12.3167	17.7781
Si	4.0654	15.0574	17.7842
Si	1.3277	17.7787	17.7618
Si	4.0716	20.5312	17.7441
Si	1.3424	23.2511	17.7332
Si	4.0951	25.9996	17.75
Si	1.3544	28.7126	17.7615
Si	4.0793	31.4246	17.7836
Si	6.7848	1.331	17.7853
Si	9.4871	4.0622	17.752
Si	6.7782	6.8064	17.7759
Si	9.512	9.5666	17.7711
Si	6.7875	12.3162	17.784
Si	9.5412	15.0436	17.7661
Si	6.8117	17.8056	17.7665
Si	9.5473	20.5398	17.78
Si	6.8226	23.2766	17.7522
Si	9.5359	26.0054	17.7594
Si	6.8106	28.709	17.7774
Si	9.5128	31.4084	17.7546
Si	12.2462	1.342	17.74
Si	14.9925	4.0898	17.7612
Si	12.2306	6.8291	17.7482
Si	14.9941	9.5887	17.7464
Si	12.2632	12.3219	17.7635
Si	15.0014	15.0427	17.7818
Si	12.2825	17.7857	17.7767
Si	15.0152	20.5232	17.7601
Si	12.2769	23.2756	17.7707
Si	15.0015	25.9976	17.759
Si	12.2638	28.7072	17.743
Si	15.0163	31.4253	17.7478
Si	-0.0385	2.7012	19.1027
Si	2.7048	-0.0254	19.161
Si	-0.0333	8.2348	19.0997
Si	2.7081	5.4326	19.1114
Si	-0.0406	13.6739	19.1566
Si	2.6834	10.9475	19.1554
Si	-0.0515	19.1296	19.1286
Si	2.681	16.4226	19.1449
Si	-0.0315	24.6076	19.0894
Si	2.7012	21.8939	19.1049
Si	-0.0151	30.0767	19.1299
Si	2.7411	27.3654	19.1238
Si	5.4045	2.6919	19.1537
Si	8.1378	-0.0621	19.1423
Si	5.4027	8.166	19.1486
Si	8.1045	5.3972	19.1401
Si	5.4184	13.6864	19.1607
Si	8.1445	10.9371	19.1408
Si	5.4314	19.1801	19.1191
Si	8.1714	16.4197	19.1156
Si	5.4593	24.6431	19.1192
Si	8.1801	21.9281	19.1368
Si	5.438	30.0566	19.1633
Si	8.1757	27.3556	19.159
Si	10.8335	2.6718	19.0979
Si	13.6111	-0.0324	19.0876
Si	10.8519	8.1771	19.1309
Si	13.585	5.4561	19.1001
Si	10.8982	13.6814	19.1456
Si	13.6222	10.9503	19.119
Si	10.9174	19.1635	19.1379
Si	13.6286	16.4029	19.1585
Si	10.9004	24.6569	19.1318
Si	13.6606	21.9109	19.1231
Si	10.8552	30.0213	19.1116
Si	13.6322	27.3734	19.1275
Si	1.3416	4.0611	20.4561
Si	4.0593	1.3328	20.5514
Si	1.2997	9.5924	20.5234
Si	4.0575	6.7625	20.5207
Si	1.3156	15.0521	20.5292
Si	4.0359	12.3208	20.5358
Si	1.3124	20.5264	20.4507
Si	4.0402	17.8299	20.4806
Si	1.3791	25.9459	20.4122
Si	4.081	23.2673	20.4506
Si	1.3418	31.4145	20.5433
Si	4.0617	28.7286	20.5558
Si	6.7411	4.0394	20.5563
Si	9.4913	1.2992	20.4984
Si	6.7519	9.566	20.492
Si	9.4651	6.7781	20.4789
Si	6.776	15.1003	20.4955
Si	9.5008	12.3295	20.5017
Si	6.7784	20.5754	20.4799
Si	9.559	17.7569	20.4802
Si	6.7859	26.0171	20.5213
Si	9.5256	23.3214	20.5142
Si	6.8035	31.3872	20.5566
Si	9.5409	28.6811	20.5707
Si	12.1802	4.0661	20.4277
Si	14.9714	1.3328	20.442
Si	12.2121	9.5994	20.453
Si	14.9448	6.89	20.4035
Si	12.2585	15.0381	20.5408
Si	14.9893	12.2946	20.5133
Si	12.2943	20.5509	20.4891
Si	14.986	17.7721	20.533
Si	12.2392	26.0424	20.5109
Si	14.9919	23.3044	20.5057
Si	12.2083	31.4113	20.4222
Si	15.003	28.7392	20.4937
Si	-0.0948	-0.0235	21.8405
Si	2.6482	2.6944	21.9076
Si	-0.0882	5.4852	21.6632
Si	2.6791	8.1679	21.8286
Si	-0.0732	10.9554	21.9338
Si	2.6637	13.6904	21.9309
Si	-0.0501	16.4023	21.9254
Si	2.6965	19.2262	21.8463
Si	-0.0709	21.8635	21.8131
Si	2.7137	24.599	21.8208
Si	0.0508	27.3311	21.7354
Si	2.7357	30.1098	21.9789
Si	5.445	-0.0428	21.9329
Si	8.0757	2.5814	21.883
Si	5.3662	5.3845	21.9848
Si	8.035	8.1016	21.8231
Si	5.4209	10.9548	21.8849
Si	8.1643	13.7625	21.8516
Si	5.3747	16.4647	21.857
Si	8.1707	19.1696	21.7458
Si	5.4012	21.937	21.8733
Si	8.1402	24.6749	21.9189
Si	5.4035	27.3415	21.9296
Si	8.1474	30.0061	21.9608
Si	10.8481	-0.1002	21.842
Si	13.5206	2.6619	21.7441
Si	10.8187	5.3889	21.8306
Si	13.6139	8.2804	21.7986
Si	10.8265	10.9125	21.8597
Si	13.6152	13.6335	21.8971
Si	10.8952	16.4115	21.9329
Si	13.5782	19.1279	21.8906
Si	11.0143	22.0384	21.819
Si	13.6601	24.7576	21.8643
Si	10.896	27.3279	21.994
Si	13.557	30.105	21.8185
Si	1.1684	1.3928	23.227
Si	4.0304	3.9434	23.3706
Si	1.2017	6.8226	23.1035
Si	4.1121	9.4584	23.2227
Si	1.3075	12.3111	23.3261
Si	4.0077	15.1191	23.2928
Si	1.3183	17.8788	23.209
Si	3.9792	20.6434	23.2571
Si	1.3724	23.1656	23.1484
Si	4.0181	25.9496	23.2716
Si	1.3321	28.6301	23.2002
Si	4.0738	31.5449	23.4065
Si	6.8352	1.1901	23.3882
Si	9.4334	3.9498	23.1958
Si	6.7579	6.7671	23.3364
Si	9.37	9.4958	23.123
Si	6.7695	12.4427	23.1957
Si	9.4906	15.0842	23.3035
Si	6.7176	17.938	23.159
Si	9.6817	20.4977	22.9651
Si	6.7388	23.3066	23.2657
Si	9.4365	26.0157	23.3984
Si	6.7237	28.6995	23.3658
Si	9.5596	31.3392	23.331
Si	12.2622	1.2266	23.1837
Si	14.835	4.1881	22.9257
Si	12.1853	6.8937	23.0511
Si	14.9028	9.6253	23.2988
Si	12.1825	12.2911	23.2661
Si	15.0093	14.9525	23.3165
Si	12.2781	17.7326	23.3313
Si	14.8843	20.5838	23.2002
Si	12.2552	23.5218	23.2749
Si	15.0926	26.1067	23.178
Si	12.3657	28.6773	23.2953
Si	14.9178	31.4446	23.1857
Si	-0.3659	2.8557	24.3288
Si	2.521	0.1355	24.6828
Si	-0.1744	8.1517	24.5533
Si	2.4669	5.3808	24.4883
Si	0.0625	13.6987	24.8125
Si	2.7109	10.8267	24.4939
Si	-0.1554	19.1898	24.4998
Si	2.6783	16.5931	24.6472
Si	0.0519	24.6197	24.356
Si	2.5716	21.859	24.7707
Si	-0.4996	29.6383	24.3008
Si	2.6814	27.319	24.672
Si	5.4734	2.485	24.8113
Si	8.2468	-0.1641	24.8582
Si	5.3984	8.0898	24.7857
Si	8.1094	5.2912	24.6086
Si	5.422	13.7915	24.6666
Si	8.0659	10.9537	24.4151
Si	5.3937	19.3886	24.5879
Si	8.0758	16.5944	24.5016
Si	5.2369	24.5571	24.7636
Si	8.341	21.8592	24.2297
Si	5.4817	30.1419	24.7996
Si	7.9792	27.3124	24.8166
Si	10.8593	2.5708	24.4778
Si	13.6267	-0.0517	24.7104
Si	10.731	8.0953	24.4209
Si	13.5494	5.5428	24.3545
Si	10.8277	13.6404	24.6585
Si	13.4201	10.8961	24.7341
Si	10.909	19.2394	24.5516
Si	13.638	16.2726	24.7314
Si	10.776	24.6851	24.8277
Si	13.6159	22.1368	24.5151
Si	10.9762	29.9483	24.6838
Si	14.2435	27.856	24.5782
Si	0.6428	4.415	25.7558
Si	3.7672	1.6423	26.3327
Si	1.5342	9.2212	25.7799
Si	3.6012	6.8504	25.9064
Si	1.2081	15.3767	26.0452
Si	4.2236	12.0516	25.7975
Si	0.7479	20.7793	25.9645
Si	4.1917	17.9086	25.9475
Si	1.4728	25.6594	25.8766
Si	3.653	23.4087	26.2441
Si	1.4974	31.1718	25.9652
Si	3.8273	28.9661	25.9566
Si	6.856	3.9196	26.1225
Si	10.0467	0.9294	26.0507
Si	6.5286	9.9682	25.8851
Si	9.9221	6.269	25.7433
Si	6.4577	15.6524	25.9243
Si	9.6195	11.9722	25.8677
Si	7.1134	20.5927	25.6957
Si	9.1131	18.2562	25.7935
Si	6.5405	25.8684	26.2265
Si	9.7554	22.8311	25.8158
Si	7.1997	31.0194	26.3614
Si	9.4068	28.7706	26.0094
Si	12.2115	4.0845	25.5598
Si	14.4713	1.9173	25.8458
Si	11.7508	9.63	25.8453
Si	14.9089	6.7062	25.8862
Si	12.3327	14.7442	26.0991
Si	14.2436	12.2653	26.527
Si	12.0862	20.9033	25.7739
Si	15.3138	17.5036	25.8839
Si	11.5986	26.7937	27.1945
Si	15.2406	23.2888	25.8328
Si	12.236	31.3925	26.1227
Si	13.848	27.3899	26.8549
Si	0.3676	3.5816	30.4259
Si	3.0759	4.9747	30.4921
Si	0.3705	1.9379	32.8206
Si	1.1747	9.8676	28.7364
Si	3.597	18.9953	28.949
Si	0.7687	20.0245	28.9946
Si	-0.4343	26.6108	33.3066
Si	-1.033	25.7747	27.6717
Si	1.8715	30.7714	30.62
Si	-1.2431	30.9851	30.9466
Si	5.0763	-5.2348	28.504
Si	6.6928	-0.161	29.0597
Si	4.3692	4.4738	27.8073
Si	9.7445	5.9871	30.7007
Si	7.9119	9.9385	28.7676
Si	8.1563	12.857	28.5599
Si	5.4409	17.0869	30.5953
Si	8.9865	22.4518	32.6381
Si	6.7416	28.7264	30.8501
Si	7.9274	23.1163	27.1666
Si	2.8134	27.7065	30.5621
Si	7.4502	24.3168	34.4366
Si	16.5951	2.3112	27.9355
Si	8.5368	7.2337	28.421
Si	13.5976	7.7547	27.6009
Si	14.6685	10.3161	29.0729
Si	18.6053	12.1629	30.2522
Si	7.4725	19.3706	30.5494
Si	13.3347	18.9642	27.6751
Si	14.556	18.6161	30.2974
Si	16.0417	13.2984	31.4007
Si	13.0673	27.357	32.8044
Si	13.2838	29.7494	28.6546
Si	-0.2563	4.7489	32.9963
Si	2.9805	8.1858	34.3082
Si	3.1721	8.0596	30.014
Si	3.3407	10.2126	32.3444
Si	5.9839	14.7472	28.6194
Si	1.4776	22.6046	30.4203
Si	3.3052	20.0868	34.3163
Si	-2.2028	19.8706	33.173
Si	0.4394	25.6769	30.3653
Si	-6.8741	28.4876	31.6497
Si	-2.1908	33.7349	31.5656
Si	5.2373	0.7908	31.4656
Si	7.0588	2.8091	32.6539
Si	7.57	7.654	32.206
Si	13.2983	5.2805	32.7793
Si	9.3596	14.8604	30.6044
Si	11.0526	16.9981	27.7297
Si	7.735	19.8516	33.4458
Si	9.86	30.8851	33.1054
Si	7.2719	22.2291	29.9066
Si	2.1787	32.824	28.3024
Si	8.4887	35.023	28.159
Si	7.6647	5.3737	33.9636
Si	12.0521	-0.0012	33.6039
Si	12.6357	5.9508	30.0575
Si	18.7455	12.5272	35.1784
Si	13.5179	11.6508	31.5835
Si	19.5278	13.8966	28.0232
Si	17.1876	21.1479	33.1827
Si	11.8065	27.4656	30.0274
Si	11.4279	26.3263	35.1247
Si	13.8751	30.2818	33.778
Si	7.1259	31.4728	31.6833
Si	2.2912	5.9356	36.0099
Si	3.5294	-4.9579	33.6909
Si	2.6102	5.542	33.263
Si	-2.8476	4.0225	37.6313
Si	-0.4561	12.9575	35.463
Si	2.6712	15.3184	34.8657
Si	2.3504	18.7756	37.0168
Si	-1.8274	15.7895	31.406
Si	0.1496	25.1713	36.0002
Si	-0.7056	20.8626	38.0622
Si	2.695	24.0077	36.9501
Si	0.5315	22.34	35.9666
Si	5.3783	2.4083	38.3098
Si	2.667	-0.1124	32.9311
Si	4.7521	6.7316	37.8466
Si	6.0517	8.0816	29.61
Si	9.9939	17.7007	30.5278
Si	9.5648	13.1303	32.9026
Si	4.9505	17.3423	33.7986
Si	10.265	17.2056	35.8143
Si	4.3091	22.0701	29.2022
Si	4.7892	22.7531	35.0967
Si	1.0058	28.6278	34.876
Si	8.6728	23.1993	37.1121
Si	12.5086	3.104	30.8824
Si	11.1985	-9.3869	35.8241
Si	9.1498	11.7639	35.2513
Si	11.7352	10.5256	34.0772
Si	13.7581	10.8152	36.1848
Si	11.6481	21.3855	33.5
Si	12.0124	14.1949	31.6487
Si	10.6108	29.1996	35.7215
Si	12.8275	20.5128	38.1156
Si	10.8265	37.9529	34.5701
Si	13.6737	29.7589	36.6574
Si	-0.4031	5.9501	37.5142
Si	4.666	10.3984	34.8397
Si	7.5701	7.7115	37.4295
Si	1.7746	13.6605	37.0326
Si	7.0055	10.7921	36.9581
Si	4.9827	17.7038	37.9368
Si	5.5551	27.4109	35.5849
Si	7.3339	27.3842	33.4361
Si	3.2357	30.5683	34.8784
Si	4.0162	29.4442	37.5491
Si	9.884	5.8639	37.2346
Si	6.8005	3.04	35.6308
Si	9.1692	10.1281	33.055
Si	7.1453	18.1993	35.699
Si	12.0144	12.5906	38.1729
Si	6.0347	22.4436	37.7126
Si	10.4059	18.4631	33.2659
Si	6.2452	25.6488	37.9951
Si	9.801	29.8863	38.4548
Si	11.7152	2.4718	35.6226
Si	9.5641	2.9655	31.0076
Si	15.3833	8.8313	38.0213
Si	10.3016	14.9142	37.8428
Si	16.426	15.1685	33.5484
Si	13.185	18.5977	35.9445
Si	15.8522	17.9157	37.5496
Si	12.4476	25.3725	37.6878
Si	9.3017	35.5108	37.3686
Si	15.7022	27.6867	37.3343
O	-0.7932	0.9713	39.492
O	-2.1713	-4.4883	37.1341
O	1.6603	4.0192	39.631
O	1.1459	-1.1699	39.4257
O	-0.2542	5.7397	39.1099
O	-0.3742	7.5598	37.2265
O	2.0274	7.6874	40.3453
O	4.0572	8.0365	38.5902
O	-0.0194	9.7751	38.9463
O	2.3523	15.1579	36.4988
O	1.3109	15.9422	34.1657
O	1.2373	15.0301	39.5844
O	3.6036	14.0497	40.4502
O	-0.5293	16.6837	38.6161
O	4.6139	18.5026	39.3424
O	2.3373	19.5141	38.4929
O	-0.268	21.0314	36.491
O	-1.219	23.4466	39.9397
O	3.8482	23.9297	35.7702
O	3.1221	24.2434	38.5224
O	1.2991	25.9213	39.5451
O	-0.3005	27.8955	38.8869
O	3.9109	30.6296	36.3891
O	2.574	29.6157	38.3482
O	6.8513	-1.1117	39.7768
O	5.4766	0.7966	38.6622
O	6.5792	3.1653	39.1683
O	7.1525	4.449	32.6929
O	5.2913	5.6711	38.9744
O	8.7109	6.8386	36.6403
O	8.0125	7.4637	38.9797
O	8.4672	10.4866	34.4811
O	6.193	11.2634	38.3104
O	6.8928	9.4831	40.0185
O	9.024	14.214	38.6051
O	6.9725	14.9376	39.9798
O	6.2792	18.265	37.0914
O	5.3773	16.2516	38.5509
O	9.4413	18.0052	39.7366
O	7.254	20.1085	39.8044
O	5.894	24.0557	37.9821
O	5.2936	21.6324	38.8916
O	7.6245	25.8316	38.8569
O	9.2033	23.8707	38.5197
O	4.9835	29.2397	38.8942
O	5.2039	26.564	38.8314
O	8.2632	29.8277	38.9429
O	8.9587	2.0352	38.8151
O	10.5865	-1.477	38.692
O	12.4019	4.5805	38.6819
O	14.317	2.8577	38.4651
O	10.534	6.3958	38.6362
O	9.3718	4.3336	37.5311
O	14.254	8.1298	38.9672
O	10.9352	11.7766	39.118
O	12.3213	9.621	39.7682
O	15.0721	12.0216	39.6866
O	13.0606	13.5039	39.0441
O	11.0168	15.9505	38.9067
O	9.978	15.7681	36.4912
O	12.8366	20.086	36.5439
O	13.0878	19.1149	38.9466
O	12.3782	20.5169	40.9833
O	13.7123	25.1816	38.6864
O	16.7456	21.6629	38.996
O	10.5524	28.6463	39.2162
O	11.3404	26.1474	38.634
O	13.8055	30.7501	37.9762
O	13.3933	29.1134	40.1204
O	1.6827	4.378	29.9201
O	3.7083	3.1354	27.1249
O	3.5797	0.4889	27.563
O	1.0044	3.34	26.9622
O	0.8764	9.9033	27.1432
O	2.6069	8.0939	26.3786
O	4.2482	4.4915	29.4646
O	3.7234	5.8753	27.2516
O	1.9008	14.8238	27.4645
O	2.1003	19.2619	29.5359
O	5.3343	10.9866	26.4729
O	3.2871	12.6105	27.0395
O	-0.2128	22.0647	26.4182
O	0.8565	19.9085	27.3739
O	5.4063	16.8655	26.3221
O	3.623	18.5367	27.3806
O	0.0762	30.3966	25.685
O	0.4732	26.1854	27.0874
O	4.0673	22.7398	27.7224
O	2.527	24.5901	26.6284
O	1.194	31.9381	27.366
O	1.3008	34.1544	28.6347
O	2.5882	29.3221	30.3773
O	4.3588	28.584	27.4689
O	8.1154	3.2292	26.9413
O	5.942	4.5202	27.3705
O	9.7971	1.4423	27.606
O	7.2428	1.2121	28.3964
O	8.9653	8.699	29.0801
O	7.5531	9.7851	27.1795
O	9.1593	7.0915	26.95
O	8.9883	5.9207	29.2685
O	7.0084	15.3269	27.4743
O	6.5639	13.2153	28.8461
O	10.6697	10.7864	26.5038
O	8.6808	12.7433	27.0193
O	6.8271	21.8945	26.7457
O	7.2704	20.6345	29.5652
O	8.0675	19.4122	26.4349
O	9.605	17.3814	27.1055
O	7.4843	24.6359	26.7796
O	5.7629	26.3827	27.6228
O	10.9058	21.8161	26.4825
O	11.3618	25.5306	26.1772
O	6.5404	31.5841	27.8147
O	2.6236	30.0298	26.315
O	10.3068	27.8496	27.0819
O	8.3965	29.8934	26.786
O	11.1114	5.1884	26.3299
O	13.3135	3.052	26.395
O	15.4266	1.4997	27.1385
O	15.8938	3.1752	29.1342
O	14.3985	11.4902	27.9655
O	13.219	6.6064	28.7079
O	12.273	8.575	27.0402
O	16.0326	5.5482	26.4317
O	11.5079	15.4737	27.3572
O	13.2459	13.5543	26.8191
O	18.6997	10.9693	29.1588
O	15.7137	12.8048	26.0339
O	13.0435	20.4284	27.0476
O	13.3675	19.0962	29.2972
O	14.7502	18.3199	27.204
O	16.4616	16.4858	26.5468
O	11.7298	26.3705	28.8115
O	16.3858	28.1883	33.6401
O	14.6152	16.9777	30.3056
O	14.885	24.2655	27.1488
O	12.7408	30.9351	27.6553
O	11.119	32.5488	26.4343
O	14.2179	28.7547	27.7627
O	14.1197	30.26	29.9504
O	-1.5154	-2.1212	32.5488
O	-0.5748	4.4802	31.4072
O	0.2757	3.3415	33.6782
O	1.4269	0.8508	33.4082
O	0.9891	5.8105	33.0413
O	3.2451	4.5647	32.0955
O	1.8138	8.4436	29.2153
O	4.7263	10.5651	33.1823
O	0.649	12.6017	30.3728
O	4.3973	20.4264	29.0915
O	0.9416	22.0601	31.8566
O	3.0966	22.4792	30.2357
O	-2.2256	19.0053	31.8134
O	-2.041	26.5532	33.3209
O	0.0141	25.9802	31.8986
O	-0.8122	25.7702	29.3224
O	-5.6796	24.844	35.1322
O	0.2594	30.5394	30.5198
O	-1.443	32.5834	30.7033
O	2.4796	31.8816	29.5995
O	2.1528	-1.425	32.1067
O	0.8629	2.2819	31.2989
O	5.8892	2.2931	31.6316
O	5.3259	0.2622	29.906
O	2.9061	6.5804	30.5884
O	9.8496	4.5255	31.3897
O	8.9159	6.9219	31.7031
O	6.5322	9.6481	29.61
O	8.4726	11.3905	29.2292
O	10.9837	14.8328	30.5844
O	8.9434	14.0898	29.2533
O	5.8416	15.6053	30.0164
O	6.6542	18.0574	30.1192
O	8.4282	21.2871	33.6208
O	8.1304	22.4919	31.265
O	5.6823	22.6498	29.9155
O	8.6502	23.7989	33.4568
O	6.444	27.6399	32.058
O	8.3412	28.9035	30.6284
O	3.9882	27.0904	29.6168
O	1.5109	26.8724	30.0801
O	7.6993	32.0514	30.2437
O	6.2031	28.3307	29.3866
O	15.2413	1.3721	32.7582
O	11.0644	2.3071	30.9649
O	6.8963	7.2327	28.4904
O	11.2015	6.634	30.4237
O	19.1675	11.6075	31.6992
O	12.453	4.3321	29.7991
O	14.4514	8.8686	28.4011
O	10.6623	9.4715	33.3734
O	19.3904	13.4353	29.602
O	16.2212	10.2151	29.5528
O	6.8883	19.8107	32.0436
O	9.0643	19.0323	30.3857
O	15.2139	14.4878	30.6422
O	12.1737	17.9863	27.0892
O	11.8991	22.3987	34.7668
O	10.6011	22.1485	32.4614
O	11.8575	26.5922	33.574
O	15.737	20.4121	33.3275
O	12.9616	27.2191	31.1794
O	8.2783	31.1015	32.7677
O	12.0299	28.9234	29.3185
O	12.1244	29.5711	36.1978
O	-3.568	0.477	32.2801
O	-1.6757	5.3007	33.6127
O	2.0099	7.4616	35.409
O	3.4103	6.9778	33.2799
O	3.3904	11.3092	35.2975
O	7.6429	9.2974	37.0943
O	3.5799	9.151	31.1514
O	0.7821	12.1284	34.6993
O	4.13	17.7574	29.8902
O	5.2282	16.993	32.2173
O	0.7636	21.632	29.3203
O	-0.6396	19.2876	38.4223
O	2.6752	19.8319	35.8089
O	4.3152	18.8579	33.9111
O	-2.2238	21.4288	38.3239
O	0.9329	22.1892	34.4128
O	1.6953	25.2202	36.5169
O	1.0701	24.1714	30.2623
O	1.8917	22.588	36.8312
O	-5.9817	27.3887	30.8805
O	-1.863	30.1454	35.2868
O	2.2388	27.5827	34.6442
O	4.5184	7.9733	29.1071
O	3.7115	0.7695	32.033
O	7.151	6.9054	33.6179
O	8.8465	2.9418	29.5591
O	6.3355	7.5236	31.1393
O	8.0585	9.2079	32.3221
O	8.9109	13.1596	34.407
O	13.518	6.182	31.4246
O	8.716	14.0973	31.9008
O	8.9525	16.4347	30.702
O	12.6979	12.9042	30.9397
O	8.797	18.6492	33.2024
O	10.9693	18.0105	31.8102
O	10.9911	17.3562	29.3104
O	8.1044	23.0549	28.7868
O	6.0234	23.4797	34.2754
O	7.2686	25.8296	33.879
O	9.9218	22.545	36.3293
O	6.1727	30.1762	31.3552
O	3.1958	27.4669	32.1433
O	13.7114	34.8732	30.5061
O	6.163	32.5909	32.3773
O	8.5468	2.2977	32.1213
O	10.5395	-0.4371	33.1532
O	10.9719	3.5151	34.6048
O	19.1265	4.9199	34.7766
O	13.7368	10.5373	30.4092
O	12.9107	3.7428	32.3468
O	18.7357	9.4201	33.411
O	18.7475	13.0664	38.4224
O	12.6495	11.1324	32.8563
O	10.7935	11.5122	35.052
O	16.9756	14.0234	32.517
O	14.9935	12.2162	32.0591
O	20.9087	14.7421	27.9527
O	14.5041	17.8271	36.5951
O	13.6697	18.8918	34.3876
O	10.4556	27.5861	35.4923
O	10.4253	29.8283	31.9731
O	22.636	26.2315	36.4742
O	13.115	28.9115	33.3079
O	12.7805	31.4425	34.0725
O	10.1174	30.1327	34.5037
O	8.8546	27.8634	33.0199
O	-3.4382	3.2826	36.2858
O	0.9163	5.3924	36.6958
O	1.6261	-2.6584	34.8662
O	4.2726	8.8221	35.1042
O	3.5935	5.9901	36.9758
O	-1.7913	5.1711	37.0952
O	3.8579	2.8205	38.8055
O	0.1079	13.4772	36.9325
O	-0.8524	14.343	34.6581
O	5.9577	10.8475	35.6901
O	2.9618	13.7927	34.2752
O	0.9037	18.0288	36.7483
O	-0.9237	16.211	32.7208
O	3.6238	17.7299	37.0263
O	-0.4367	23.653	36.1159
O	2.0388	20.0889	33.2645
O	4.6588	26.8482	34.3154
O	0.3617	28.4155	36.3395
O	0.1311	25.6243	34.4477
O	4.5393	28.2121	36.5822
O	5.5836	2.7475	36.6951
O	6.6424	2.3024	34.1656
O	3.3792	-0.7322	34.2671
O	8.3101	11.7909	36.6577
O	6.0769	7.1895	37.0086
O	6.9999	4.6607	35.2996
O	6.3528	17.1663	34.6614
O	3.9062	16.2657	34.4295
O	11.1169	13.6947	32.9373
O	9.4694	11.5805	32.319
O	11.492	21.3054	38.6546
O	7.0019	19.6216	34.8799
O	8.7628	17.9508	36.0088
O	10.5767	17.1472	34.2087
O	4.0314	21.5795	34.2112
O	6.7784	28.202	34.774
O	7.6148	22.0595	37.5798
O	7.9467	24.203	36.007
O	3.9607	29.4319	33.9026
O	9.5925	29.6035	36.8895
O	5.3435	21.9104	36.3597
O	11.0272	5.7893	36.0623
O	9.2952	5.429	34.0862
O	12.1053	1.1276	34.7822
O	12.0162	5.8099	33.6556
O	12.8643	9.9551	35.1079
O	12.772	11.4898	37.267
O	11.22	13.6922	37.2838
O	14.6248	12.0175	35.4859
O	14.7816	9.7732	36.8494
O	11.753	17.807	36.2893
O	11.0417	19.8714	33.8273
O	13.1607	21.1241	32.9406
O	15.9415	19.3112	29.7938
O	12.0721	23.8603	37.1379
O	13.1104	15.3478	32.0036
O	8.1489	35.196	36.2699
O	10.6949	34.8607	36.832
O	15.6292	26.1215	36.9176
O	12.6066	26.2427	36.2814
Si	0.0402	-0.0412	5.4421
Si	2.8095	2.6947	5.4856
Si	0.0194	5.4174	5.5062
Si	2.7617	8.2194	5.5208
Si	0.0898	10.8938	5.5036
Si	2.7907	13.6476	5.4425
Si	0.0488	16.381	5.4505
Si	2.7712	19.1446	5.4758
Si	0.0861	21.8613	5.4431
Si	2.8161	24.6327	5.4102
Si	0.0406	27.3664	5.4835
Si	2.7387	30.1069	5.4419
Si	5.5481	-0.026	5.4482
Si	8.317	2.702	5.4413
Si	5.5658	5.4705	5.468
Si	8.284	8.1758	5.4852
Si	5.512	10.9529	5.506
Si	8.273	13.6242	5.5581
Si	5.4803	16.3629	5.5128
Si	8.1946	19.1819	5.5139
Si	5.498	21.9076	5.4275
Si	8.206	24.6476	5.4228
Si	5.5081	27.3461	5.3826
Si	8.2311	30.0434	5.363
Si	10.9985	-0.0221	5.373
Si	13.6936	2.6938	5.3829
Si	11.0241	5.3732	5.4104
Si	13.7153	8.0943	5.5018
Si	10.976	10.8834	5.5251
Si	13.7267	13.6568	5.5792
Si	10.9959	16.3972	5.5495
Si	13.7733	19.1155	5.4592
Si	10.9644	21.9109	5.4931
Si	13.7094	24.6243	5.4673
Si	10.9527	27.3325	5.427
Si	13.7012	30.0731	5.4334
Si	1.4007	1.3351	6.816
Si	4.1713	4.0942	6.8228
Si	1.3859	6.8158	6.8484
Si	4.1409	9.5786	6.8723
Si	1.4347	12.2929	6.8518
Si	4.1106	15.0099	6.8645
Si	1.3962	17.7688	6.8275
Si	4.1362	20.534	6.8169
Si	1.4398	23.26	6.7911
Si	4.1544	25.999	6.792
Si	1.4041	28.7318	6.8304
Si	4.1349	31.444	6.8029
Si	6.9145	1.3497	6.8018
Si	9.6417	4.0721	6.822
Si	6.9011	6.8308	6.8546
Si	9.6063	9.535	6.8875
Si	6.8675	12.2894	6.899
Si	9.6176	15.027	6.9001
Si	6.8396	17.7721	6.8552
Si	9.5888	20.542	6.85
Si	6.8617	23.2653	6.8036
Si	9.5793	25.9877	6.8036
Si	6.8707	28.6998	6.7685
Si	9.5965	31.4275	6.7418
Si	12.3426	1.3342	6.7814
Si	15.0319	4.0428	6.8206
Si	12.333	6.7448	6.8429
Si	15.0801	9.5181	6.8394
Si	12.3395	12.2645	6.8894
Si	15.096	15.0515	6.881
Si	12.3771	17.7884	6.8563
Si	15.1104	20.5074	6.8229
Si	12.3423	23.2637	6.8405
Si	15.0682	25.9942	6.8294
Si	12.3199	28.7078	6.7905
Si	15.0629	31.4242	6.8159
Si	0.0181	2.6964	8.1803
Si	2.7672	-0.0133	8.1871
Si	0.0254	8.169	8.228
Si	2.7709	5.4444	8.1899
Si	0.0495	13.655	8.2204
Si	2.7734	10.9321	8.2421
Si	0.0409	19.1363	8.2073
Si	2.7468	16.3985	8.2113
Si	0.0432	24.6093	8.1654
Si	2.7684	21.8903	8.1877
Si	0.0202	30.0721	8.1951
Si	2.7718	27.3461	8.1695
Si	5.5303	2.7126	8.1742
Si	8.251	-0.0316	8.1609
Si	5.5057	8.1871	8.2154
Si	8.2617	5.4403	8.1949
Si	5.4874	13.6642	8.2409
Si	8.2258	10.9036	8.2457
Si	5.4758	19.1529	8.2033
Si	8.2199	16.4099	8.2207
Si	5.4946	24.6238	8.175
Si	8.2109	21.9022	8.1975
Si	5.497	30.0576	8.1511
Si	8.2181	27.3504	8.1689
Si	10.9837	2.69	8.1824
Si	13.6962	-0.0133	8.1767
Si	10.9774	8.1437	8.2144
Si	13.6939	5.4061	8.2194
Si	10.9726	13.6436	8.2479
Si	13.7143	10.8876	8.2208
Si	10.9695	19.1571	8.1937
Si	13.7145	16.4121	8.2349
Si	10.9471	24.6233	8.1819
Si	13.7142	21.8742	8.1804
Si	10.9472	30.0761	8.1487
Si	13.6813	27.3522	8.179
Si	1.381	4.0788	9.5445
Si	4.1329	1.3636	9.539
Si	1.3856	9.5557	9.5844
Si	4.1203	6.8193	9.5665
Si	1.3886	15.0366	9.5914
Si	4.124	12.3015	9.6101
Si	1.3984	20.5208	9.5604
Si	4.1102	17.7799	9.5701
Si	1.3954	25.9822	9.5375
Si	4.127	23.2601	9.5525
Si	1.3864	31.4381	9.5549
Si	4.1276	28.7102	9.5381
Si	6.8717	4.0853	9.5547
Si	9.5949	1.3403	9.5435
Si	6.8492	9.5477	9.6032
Si	9.5955	6.8058	9.587
Si	6.8508	15.045	9.5917
Si	9.584	12.2863	9.6016
Si	6.8473	20.5232	9.5617
Si	9.5939	17.7895	9.5657
Si	6.8539	25.9877	9.5444
Si	9.583	23.2607	9.5569
Si	6.8569	31.4265	9.524
Si	9.584	28.716	9.5319
Si	12.3167	4.0579	9.5794
Si	15.0502	1.3481	9.5594
Si	12.327	9.5319	9.5812
Si	15.0467	6.7997	9.5781
Si	12.3321	15.0387	9.5881
Si	15.0645	12.2867	9.5758
Si	12.3321	20.5244	9.5581
Si	15.0685	17.7888	9.5889
Si	12.3146	25.9858	9.5456
Si	15.0717	23.2494	9.5432
Si	12.3115	31.4326	9.5349
Si	15.0473	28.7092	9.5516
Si	0.0116	-0.0127	10.9256
Si	2.7476	2.7157	10.9118
Si	0.0145	5.4362	10.9344
Si	2.7472	8.1807	10.9429
Si	0.0137	10.9199	10.9522
Si	2.7467	13.6696	10.9615
Si	0.0148	16.4056	10.9496
Si	2.7453	19.1474	10.9381
Si	0.0178	21.8803	10.9247
Si	2.7473	24.6162	10.9179
Si	0.0139	27.337	10.9082
Si	2.749	30.0638	10.9089
Si	5.4853	-0.0167	10.8997
Si	8.2219	2.7052	10.917
Si	5.4845	5.4437	10.9243
Si	8.2161	8.1719	10.951
Si	5.4805	10.9214	10.9642
Si	8.2096	13.6659	10.9554
Si	5.473	16.4141	10.9463
Si	8.2131	19.1522	10.9291
Si	5.4777	21.8862	10.9281
Si	8.2091	24.62	10.9186
Si	5.4788	27.3424	10.9121
Si	8.2096	30.0667	10.9053
Si	10.9481	-0.019	10.9203
Si	13.6827	2.7022	10.9417
Si	10.9493	5.4303	10.9469
Si	13.6811	8.1673	10.9525
Si	10.951	10.9066	10.9489
Si	13.6889	13.6568	10.9438
Si	10.9467	16.4102	10.9388
Si	13.6815	19.153	10.9367
Si	10.9482	21.8855	10.9173
Si	13.6848	24.6114	10.9049
Si	10.9414	27.348	10.9081
Si	13.6723	30.0711	10.9133
Si	1.3717	1.3605	12.2878
Si	4.0992	4.0863	12.2875
Si	1.3659	6.8176	12.304
Si	4.0985	9.5568	12.3167
Si	1.3687	12.3008	12.3164
Si	4.1058	15.047	12.3197
Si	1.3739	17.7817	12.3073
Si	4.1085	20.521	12.2989
Si	1.3758	23.2533	12.2902
Si	4.106	25.9855	12.2846
Si	1.3736	28.7056	12.2779
Si	4.1065	31.4354	12.2718
Si	6.8356	1.35	12.2776
Si	9.5648	4.0735	12.3028
Si	6.8306	6.8139	12.3069
Si	9.5667	9.5527	12.3166
Si	6.8358	12.3019	12.324
Si	9.5711	15.0472	12.311
Si	6.8407	17.7887	12.3041
Si	9.5765	20.5246	12.2923
Si	6.8411	23.2568	12.2897
Si	9.5734	25.986	12.2791
Si	6.8374	28.7105	12.2767
Si	9.5658	31.4296	12.2809
Si	12.3	1.3466	12.3008
Si	15.0363	4.0829	12.3054
Si	12.2983	6.8116	12.3159
Si	15.0347	9.5555	12.3125
Si	12.3044	12.2964	12.3076
Si	15.0393	15.0407	12.3083
Si	12.3054	17.7875	12.3015
Si	15.0428	20.523	12.2984
Si	12.3118	23.2533	12.2809
Si	15.0427	25.978	12.2787
Si	12.3024	28.7089	12.2808
Si	15.0353	31.4331	12.2881
Si	-0.0024	2.7156	13.6667
Si	2.7324	-0.0153	13.6456
Si	-0.0071	8.1844	13.6761
Si	2.7272	5.4456	13.6669
Si	-0.0052	13.6709	13.6749
Si	2.728	10.9285	13.6807
Si	-0.0068	19.1438	13.6645
Si	2.7292	16.4117	13.6796
Si	-0.0024	24.6136	13.6558
Si	2.7333	21.8841	13.662
Si	-0.0015	30.0628	13.6484
Si	2.7322	27.344	13.6537
Si	5.4558	2.7073	13.6472
Si	8.1867	-0.021	13.6488
Si	5.459	8.1823	13.6762
Si	8.186	5.4369	13.6671
Si	5.4618	13.6713	13.6871
Si	8.1913	10.921	13.6838
Si	5.467	19.1523	13.6718
Si	8.197	16.4155	13.6775
Si	5.4661	24.6184	13.6529
Si	8.2033	21.8892	13.6585
Si	5.4602	30.0678	13.6426
Si	8.1977	27.3438	13.642
Si	10.9207	2.704	13.6695
Si	13.6637	-0.0166	13.6645
Si	10.9209	8.1788	13.6811
Si	13.6598	5.4438	13.6785
Si	10.928	13.6667	13.6738
Si	13.6599	10.9257	13.677
Si	10.9314	19.1532	13.6672
Si	13.6614	16.4102	13.6665
Si	10.9345	24.6145	13.6442
Si	13.664	21.8857	13.6603
Si	10.9259	30.0639	13.6489
Si	13.667	27.3399	13.6452
Si	1.3515	4.0867	15.039
Si	4.0864	1.3473	15.0209
Si	1.3485	9.5665	15.0403
Si	4.0807	6.8201	15.0372
Si	1.3517	15.0449	15.0416
Si	4.0827	12.3053	15.0512
Si	1.3574	20.5148	15.0213
Si	4.0911	17.7866	15.0396
Si	1.3573	25.9861	15.0228
Si	4.0941	23.2606	15.0235
Si	1.3614	31.43	15.0159
Si	4.0946	28.7128	15.0201
Si	6.8055	4.0727	15.024
Si	9.5371	1.3405	15.0265
Si	6.8071	9.5608	15.0503
Si	9.5311	6.8177	15.0376
Si	6.8207	15.0514	15.0479
Si	9.5482	12.3034	15.0425
Si	6.8305	20.5302	15.0305
Si	9.5591	17.7926	15.0412
Si	6.8294	25.9887	15.0133
Si	9.566	23.2599	15.0237
Si	6.8097	31.4309	15.0191
Si	9.5491	28.7082	15.0138
Si	12.2713	4.0837	15.0361
Si	15.0219	1.3554	15.0316
Si	12.2753	9.5659	15.0396
Si	15.0148	6.8252	15.0429
Si	12.2864	15.0493	15.0348
Si	15.0166	12.312	15.0351
Si	12.291	20.5256	15.0353
Si	15.0202	17.7816	15.0337
Si	12.2896	25.9834	15.0125
Si	15.0232	23.2561	15.0266
Si	12.2837	31.426	15.0213
Si	15.0269	28.7051	15.0179

Results
total energy: -236495.530 eV
total energy less fixed offsets of O -438.04, Si -107.15 eV per atom: 11.250 eV

Forces (eV/angstrom), in the order of the atoms: element, x, y, z
Si	0.0087	0.0479	-0.1385
Si	0.1072	0.2747	0.0238
Si	-0.2871	-0.111	-0.3498
Si	-0.0832	0.49	-0.3931
Si	-0.1046	-0.381	-0.1921
Si	0.1588	-0.0771	-0.0821
Si	-0.1197	0.0555	-0.3558
Si	-0.5104	0.1177	-0.0881
Si	0.2969	0.0168	-0.1047
Si	0.1975	-0.2476	-0.3525
Si	-0.2276	0.1441	0.096
Si	-0.2312	0.2789	0.4724
Si	0.1533	-0.2453	0.1705
Si	0.1043	-0.0715	-0.0971
Si	0.3342	-0.3246	-0.2151
Si	0.148	-0.1096	-0.0945
Si	-0.0966	0.164	0.0022
Si	0.2457	-0.0014	0.4356
Si	-0.0557	0.0689	0.3246
Si	0.0668	0.0744	-0.183
Si	0.3108	-0.0823	0.0416
Si	-0.0698	-0.1001	0.1719
Si	0.5245	-0.2202	0.6336
Si	0.2589	-0.0585	0.0196
Si	-0.5528	-0.2018	-0.0257
Si	-0.0088	-0.0043	0.1773
Si	-0.1006	0.2495	0.1371
Si	0.0666	-0.1574	-0.3215
Si	0.0077	-0.0365	-0.4131
Si	-0.0683	0.1354	-0.4866
Si	0.1518	0.1481	0.0136
Si	0.21	-0.0384	0.164
Si	-0.0313	0.1534	0.0692
Si	0.1306	0.1625	0.0486
Si	-0.2753	-0.0225	0.2501
Si	0.2852	0.2464	-0.2307
Si	-0.1752	0.1043	-0.2788
Si	-0.0159	0.0181	-0.1631
Si	-0.0103	0.1272	-0.2243
Si	0.0971	-0.0634	-0.2826
Si	-0.0375	0.0252	-0.0821
Si	0.1261	-0.0662	-0.0025
Si	0.0185	0.2269	-0.0716
Si	0.1748	-0.037	0.0342
Si	-0.1361	0.1123	-0.0562
Si	-0.0451	0.2771	-0.2668
Si	0.0495	-0.2326	-0.2737
Si	0.1108	0.0491	-0.4208
Si	-0.2442	0.2512	-0.0686
Si	0.0028	-0.1282	-0.1843
Si	-0.1728	0.103	-0.1646
Si	-0.1214	0.0271	-0.1495
Si	0.0926	0.2305	-0.4382
Si	-0.1142	-0.0858	-0.3761
Si	-0.0416	-0.2387	-0.2692
Si	0.3177	-0.0057	-0.356
Si	-0.0211	-0.2141	-0.2482
Si	0.0993	0.0242	-0.0043
Si	0.0078	0.3918	-0.1787
Si	-0.1674	-0.0342	0.1092
Si	0.3317	0.1989	-0.1754
Si	-0.0373	-0.0221	-0.1473
Si	-0.0047	0.1776	-0.0627
Si	-0.0038	-0.0678	-0.22
Si	0.048	0.0667	0.0296
Si	-0.0587	-0.1663	-0.0722
Si	-0.0434	0.0971	-0.3988
Si	-0.1648	0.0419	-0.2479
Si	0.0502	-0.2254	-0.4427
Si	0.1594	-0.004	-0.1678
Si	0.173	-0.1466	0.0646
Si	0.1176	-0.236	-0.1458
Si	0.0743	0.0721	0.0718
Si	0.0482	-0.1302	0.0281
Si	0.038	0.0437	0.1812
Si	-0.0271	-0.0238	0.136
Si	0.0135	-0.0674	0.1296
Si	0.0558	0.0252	0.0214
Si	0.0745	0.0155	-0.0771
Si	0.0014	-0.0422	-0.0065
Si	-0.0264	-0.0027	0.2001
Si	-0.0577	-0.0538	0.0109
Si	-0.0628	-0.0139	0.0212
Si	-0.0988	-0.1026	0.0895
Si	0.0131	-0.0439	0.0149
Si	0.0798	-0.099	0.1041
Si	0.0204	0.1742	0.2173
Si	0.1336	-0.009	-0.0662
Si	0.076	0.1154	0.0366
Si	-0.1697	-0.163	-0.0249
Si	-0.0657	-0.1659	0.2222
Si	-0.1519	-0.046	0.0886
Si	0.1112	0.0151	-0.2714
Si	-0.0308	0.0702	0.0446
Si	-0.1166	-0.0731	0.1112
Si	-0.0315	-0.0378	-0.0308
Si	-0.0179	-0.0473	-0.1627
Si	-0.1647	-0.0417	-0.0781
Si	0.0919	-0.0462	-0.0334
Si	0.1142	-0.1064	0.0029
Si	-0.0717	0.1011	-0.0407
Si	0.0144	-0.073	0.286
Si	0.0418	0.0615	0.4622
Si	-0.0123	0.1112	-0.0582
Si	0.0475	0.0127	-0.0336
Si	-0.0735	-0.0355	0.3454
Si	-0.1333	-0.1304	0.0628
Si	0.0672	0.0799	0.0566
Si	-0.1327	0.0659	-0.0433
Si	0.0406	-0.0629	-0.0056
Si	-0.0172	-0.0278	-0.1164
Si	-0.0358	0.0304	-0.1527
Si	-0.0304	-0.0335	-0.1251
Si	0.0398	-0.0326	-0.1082
Si	0.0613	-0.0883	0.0763
Si	0.0966	0.115	-0.0713
Si	-0.1302	0.0314	-0.1327
Si	-0.0587	0.0065	0.0771
Si	0.0142	-0.0168	-0.0658
Si	0.0386	0.0505	-0.0421
Si	0.0251	-0.1057	0.0121
Si	-0.1093	-0.0403	-0.0227
Si	-0.054	-0.094	-0.1238
Si	0.048	0.0175	0.0239
Si	0.1438	0.1072	-0.1408
Si	-0.0137	0.0115	-0.0357
Si	-0.1402	0.0913	-0.1048
Si	0.0596	0.0513	-0.2874
Si	0.0946	0.0208	0.0291
Si	-0.0835	-0.071	-0.0403
Si	-0.0021	-0.0239	-0.1525
Si	0.2523	-0.0989	0.0674
Si	-0.0267	0.0702	-0.0388
Si	0.0574	0.0668	-0.0541
Si	0.1347	0.0042	-0.0702
Si	0.039	-0.0452	-0.0368
Si	0.0046	-0.0791	0.0591
Si	-0.0311	0.0182	-0.0741
Si	-0.0203	-0.0262	-0.3131
Si	0.0265	0.0229	0.0061
Si	-0.1176	0.0317	0.0002
Si	-0.0552	-0.0992	-0.3276
Si	0.0386	-0.001	-0.1677
Si	0.0167	0.0149	-0.0217
Si	-0.0055	0.0068	-0.0004
Si	0.0034	0.0126	-0.0038
Si	-0.0126	0.0078	-0.0076
Si	-0.0116	0.0228	-0.0101
Si	-0.0372	0.0168	-0.0113
Si	-0.012	0.007	-0.0047
Si	0.0101	0.0198	-0.0067
Si	0.0099	0.0189	-0.0023
Si	0.0324	-0.0364	-0.013
Si	-0.0352	0.0062	0.0013
Si	-0.0073	0.0203	0.0054
Si	0.0076	-0.0035	0.0138
Si	0.0018	0.0153	0.0077
Si	0.014	0.0459	-0.003
Si	-0.0108	0.0083	-0.0018
Si	0.0084	0.0025	-0.0025
Si	0.0135	0.0177	0.005
Si	0.0322	0.0007	-0.0073
Si	0.0032	-0.0016	0.0079
Si	-0.0266	0.021	-0.0131
Si	-0.0116	0.0051	0.0013
Si	-0.011	-0.0074	-0.007
Si	-0.0023	-0.0344	-0.003
Si	0.0042	0.0363	-0.0095
Si	0.0227	0.0182	0.0001
Si	-0.0114	0.0119	-0.0054
Si	0.0055	0.04	0.0002
Si	0.0155	0.0028	-0.0053
Si	0.008	-0.01	0.0026
Si	-0.0222	0.0092	-0.0051
Si	-0.0228	0.013	0.0008
Si	-0.0149	0.0038	-0.0062
Si	0.0087	0.0134	-0.0038
Si	0.0138	0.0105	0.0056
Si	-0.0019	0.0089	0.0006
Si	-0.0032	0.003	0.0042
Si	-0.0168	0.0282	-0.0049
Si	-0.0103	-0.0018	-0.0083
Si	0.0037	0.0149	0.0018
Si	-0.0283	-0.0668	0.0098
Si	0.0133	-0.022	0.0084
Si	0.0085	0.0002	0.0083
Si	-0.0296	-0.0357	-0.0083
Si	0.0002	-0.0177	-0.0099
Si	-0.0073	-0.0274	-0.0183
Si	0.0477	0.0253	-0.0076
Si	-0.0325	-0.0158	-0.0052
Si	-0.0375	0.0052	0.0101
Si	0.0062	-0.0073	0.0017
Si	-0.0235	-0.0557	-0.0143
Si	-0.0007	-0.0141	0.0094
Si	0.0173	0.0223	-0.0178
Si	-0.0131	-0.0268	-0.0085
Si	-0.0401	-0.0123	-0.0076
Si	0.0363	0.0235	-0.0027
Si	-0.014	-0.0653	-0.0025
Si	0.0311	0.0072	-0.0111
Si	0.0243	-0.0127	0.0075
Si	0.0189	0.0244	0.0242
Si	-0.0383	-0.0314	-0.0047
Si	0.0139	-0.0076	0.0018
Si	0.0199	0.0205	0.0034
Si	-0.0197	-0.0413	-0.0192
Si	0.0228	-0.0053	-0.005
Si	0.0283	0.005	0.0015
Si	0.0055	-0.011	0.0159
Si	0.0313	-0.001	0.0156
Si	0.0217	0.0591	0.004
Si	-0.0394	-0.0463	0.0249
Si	-0.0068	-0.0307	0.0035
Si	0.0367	-0.0245	-0.0022
Si	0.002	0.0022	-0.0065
Si	0.0187	-0.0444	0.0161
Si	0.0183	-0.0457	0.0358
Si	-0.0547	-0.0053	-0.0035
Si	0.0288	-0.0244	-0.0163
Si	-0.0077	0.0267	-0.0123
Si	-0.0457	0.0521	-0.004
Si	0.0474	-0.0211	0.0133
Si	-0.0195	0.0382	0.0134
Si	0.0046	0.0168	0.0257
Si	-0.0271	0.0153	0.0034
Si	-0.006	-0.0083	0.028
Si	-0.0327	0.0147	0.0081
Si	-0.0353	0.0673	0.0072
Si	0.0523	0.0133	-0.0281
Si	-0.0235	0.0679	-0.0125
Si	0.0699	0.0243	0.029
Si	0.0025	-0.0059	0.0259
Si	0.0105	-0.0332	0.0334
Si	0.0081	-0.0156	0.0107
Si	0.0285	-0.0044	-0.0244
Si	-0.0187	-0.0565	0.0015
Si	-0.042	0.0429	0.0173
Si	0.0109	-0.0105	-0.0113
Si	0.0129	-0.0437	-0.0106
Si	-0.0018	0.1292	-0.0048
Si	0.0028	0.0312	-0.0006
Si	0.0313	-0.0145	0.0448
Si	-0.0118	0.0283	0.0295
Si	0.0127	-0.0219	0.0203
Si	-0.0093	0.0038	-0.0147
Si	-0.0623	0.0859	0.0255
Si	-0.0238	0.0264	0.0099
Si	-0.0025	0.0152	0.0065
Si	0.0219	-0.0915	-0.0052
Si	0.0394	0.0496	0.0177
Si	-0.071	0.0399	0.0362
Si	-0.0014	0.044	0.0134
Si	-0.0337	0.0021	0.0769
Si	0.0508	-0.0556	0.0747
Si	-0.0731	-0.0029	0.0848
Si	0.0148	-0.0208	0.064
Si	-0.0365	-0.0105	0.0564
Si	-0.0252	-0.0001	0.0179
Si	0.0005	-0.0242	0.0128
Si	-0.0576	-0.0458	0.0063
Si	0.0428	0.0442	0.0061
Si	0.0298	0.0943	0.0028
Si	0	-0.038	0.072
Si	-0.0436	-0.0325	0.0847
Si	-0.0098	-0.0769	0.0175
Si	-0.0083	-0.0064	-0.0068
Si	-0.0392	-0.0383	-0.0106
Si	0.0249	0.0487	0.0521
Si	0.0141	0.004	0.0491
Si	0.0168	-0.0401	-0.0127
Si	-0.0904	-0.0335	0.0101
Si	0.075	0.0346	0.0744
Si	-0.0006	-0.0481	0.0241
Si	-0.0063	0.0089	0.0809
Si	-0.0176	0.0443	0.0694
Si	-0.0513	-0.1361	-0.0655
Si	-0.0352	0.0286	-0.0012
Si	0.0387	0.0134	0.0338
Si	0.066	0.0554	-0.0539
Si	-0.0071	0.0014	0.0692
Si	-0.056	-0.007	0.0297
Si	0.0421	0.0588	-0.0384
Si	0.0186	-0.0022	0.0729
Si	0.0461	-0.0515	-0.0529
Si	0.0268	0.0113	0.0346
Si	0.0007	-0.0675	0.0125
Si	0.0122	-0.0077	-0.0166
Si	0.0866	-0.0048	-0.0543
Si	0.0708	-0.086	-0.0364
Si	-0.0315	0.0502	0.1303
Si	0.0374	0.0508	0.0556
Si	-0.0074	0.0851	0.0011
Si	0.0047	0.1283	-0.0152
Si	-0.0216	-0.0088	0.0566
Si	-0.0654	-0.1125	0.017
Si	0.0797	-0.0404	0.0959
Si	-0.0018	-0.0655	0.1132
Si	-0.0656	0.0865	-0.0528
Si	-0.1066	0.0206	0.1252
Si	-0.0723	-0.0325	-0.0137
Si	0.1205	0.1647	0.0001
Si	0.065	-0.0458	-0.0345
Si	0.0326	0.095	-0.0276
Si	-0.0091	-0.084	0.0935
Si	-0.0771	-0.0809	-0.0584
Si	0.0275	0.0903	0.1148
Si	0.0436	-0.0155	0.0291
Si	-0.0284	0.0862	-0.0151
Si	-0.086	-0.0742	0.0412
Si	0.0199	-0.0058	0.0589
Si	0.0436	0.0202	0.0761
Si	-0.0045	0.0765	0.1853
Si	0.0304	0.012	0.0222
Si	-0.0852	0.0276	0.0851
Si	-0.0667	-0.1182	0.036
Si	0.0504	0.0405	0.0859
Si	0.0201	-0.0164	0.1026
Si	0.0425	-0.0151	-0.0964
Si	-0.0139	0.1031	-0.0326
Si	-0.1253	-0.1041	-0.0264
Si	-0.1048	0.0069	-0.043
Si	0.0302	-0.0405	0.0314
Si	-0.0489	-0.027	-0.0614
Si	-0.0974	0.0092	-0.0122
Si	-0.0053	-0.0172	0.1469
Si	-0.0271	-0.1258	-0.0113
Si	0.044	-0.0902	-0.1101
Si	0.0355	-0.0361	-0.1428
Si	-0.0144	0.0105	-0.0999
Si	0.0323	0.034	-0.1151
Si	-0.0754	0.0588	0.0532
Si	0.0304	-0.0384	-0.0448
Si	-0.0492	-0.0693	0.0306
Si	-0.0068	0.0019	-0.0265
Si	0.0127	0.1505	0.023
Si	0.1525	-0.0464	0.1167
Si	-0.0429	-0.0892	-0.1508
Si	0.0207	0.0675	-0.0195
Si	-0.0227	-0.1036	-0.1683
Si	-0.1077	0.1544	-0.1236
Si	-0.03	0.0375	0.0363
Si	-0.1258	-0.027	-0.0943
Si	-0.0115	0.0023	-0.0982
Si	0.0429	0.1233	0.1414
Si	-0.0899	0.0403	0.048
Si	-0.0397	0.0102	-0.0991
Si	0.0919	0.0626	0.0279
Si	0.054	-0.0568	-0.125
Si	-0.0495	0.0536	-0.1662
Si	0.094	0.1273	-0.0991
Si	-0.1279	0.0441	0.0396
Si	0.0166	-0.029	-0.1714
Si	0.0257	-0.0379	0.0647
Si	0.0789	-0.0751	0.1402
Si	-0.0424	0.0225	-0.1618
Si	-0.1095	0.0561	-0.1462
Si	0.0076	0.0302	0.1527
Si	0.123	-0.0145	0.0524
Si	-0.0833	0.0366	-0.0951
Si	-0.0451	0.1403	0.2347
Si	-0.0042	-0.1376	0.0766
Si	0.2639	-0.0452	0.0116
Si	-0.1455	0.0752	0.3326
Si	-0.1619	-0.0437	0.0768
Si	0.0333	-0.0676	0.1244
Si	0.0037	-0.1619	0.1742
Si	0.095	-0.0652	0.1391
Si	0.0147	-0.1012	0.1379
Si	-0.1074	0.0485	0.1953
Si	0.2605	0.1123	0.2063
Si	-0.0327	-0.1063	0.183
Si	-0.2546	0.2827	0.1578
Si	0.1842	0.0408	0.2886
Si	-0.0821	0.2334	0.2923
Si	0.0956	-0.1315	0.1609
Si	0.0249	0.1526	0.2627
Si	0.1041	-0.004	0.2274
Si	0.1705	-0.0847	0.1123
Si	-0.1045	0.0269	0.1526
Si	0.0588	-0.0359	0.0676
Si	0.0154	-0.0855	-0.292
Si	0.1922	0.0122	0.1931
Si	-0.0006	-0.0199	0.2126
Si	-0.1538	-0.2012	0.2969
Si	-0.0013	0.1265	0.2417
Si	0.0197	-0.1237	0.181
Si	0.0802	-0.046	0.0002
Si	-0.0979	-0.1032	0.1742
Si	0.0504	0.0798	0.2705
Si	-0.1435	0.017	0.2135
Si	-0.0804	0.0703	0.1386
Si	-0.0748	-0.1872	0.2367
Si	0.0761	-0.2016	0.3779
Si	-0.1016	0.14	0.1489
Si	0.0256	0.0957	-0.5245
Si	0.1782	-0.3498	-0.3186
Si	0.078	-0.3159	-0.1074
Si	0.0177	0.1008	0.311
Si	-0.0505	0.0177	-0.0977
Si	0.0568	0.1918	0.2569
Si	0.0238	-0.0651	0.3834
Si	0.0359	-0.0913	0.1427
Si	-0.0698	0.0796	0.2733
Si	0.1864	0.0208	0.0539
Si	-0.13	-0.1169	0.0278
Si	-0.0067	0.0355	0.061
Si	-0.1118	-0.0405	0.033
Si	0.0316	-0.0044	-0.0601
Si	-0.1526	0.0029	-0.3052
Si	-0.0785	-0.2035	0.2629
Si	0.1366	-0.0599	0.1168
Si	0.2589	-0.2912	0.2462
Si	-0.0381	-0.1021	0.1168
Si	0.2952	0.2022	0.2957
Si	-0.0437	0.1484	0.1205
Si	-0.04	-0.1591	-0.0974
Si	-0.0729	0.1799	-0.0292
Si	-0.0579	0.103	-0.0715
Si	-0.1452	-0.0247	0.0439
Si	-0.0015	0.0528	0.4369
Si	-0.1242	0.1379	-0.118
Si	-0.3929	0.013	0.1994
Si	0.3682	-0.3142	-0.183
Si	-0.0435	0.0382	-0.0413
Si	-0.0338	-0.1143	-0.222
Si	0.3326	-0.1144	0.0364
Si	-0.0041	-0.0067	0.0272
Si	-0.0472	0.1954	0.1202
Si	-0.065	0.098	0.0391
Si	0.0495	0.1844	-0.1
Si	-0.0167	0.2279	0.0929
Si	-0.0068	0.1142	0.2769
Si	-0.094	0.1249	0.4671
Si	0.0232	0.0146	0.0168
Si	0.3546	-0.0166	0.2615
Si	0.0769	-0.0954	0.4657
Si	-0.0326	0.1233	0.412
Si	0.0354	0.1497	-0.0167
Si	0.3296	-0.329	0.3278
Si	-0.1132	-0.1898	0.2392
Si	0.1529	0.1422	0.2863
Si	-0.1788	0.062	0.2486
Si	0.0649	-0.1151	0.5326
Si	0.0979	0.3476	0.2382
Si	-0.0708	-0.1232	0.1197
Si	-0.1978	-0.0485	0.3907
Si	-0.1617	-0.0172	0.3933
Si	0.0232	0.1254	0.2302
Si	-0.0111	-0.1231	-0.0294
Si	-0.0229	-0.0207	0.3185
Si	0.0633	-0.3958	0.0642
Si	-0.1668	0.116	0.3664
Si	-0.1076	-0.0688	-0.1512
Si	-0.2843	0.2325	0.1103
Si	-0.0529	-0.0279	0.3102
Si	-0.1953	-0.0631	0.1191
Si	-0.0531	0.1767	0.3336
Si	-0.0268	-0.1184	0.356
Si	-0.0424	-0.0995	0.1512
Si	0.1393	0.0968	0.3684
Si	0.249	-0.1873	0.3152
Si	-0.0004	0.0335	0.231
Si	0.0579	-0.0446	0.1058
Si	0.0609	0.1892	0.2649
Si	0.0009	0.233	0.0265
Si	-0.1519	-0.037	-0.0104
Si	-0.0675	0.1645	0.235
Si	-0.0346	0.1343	-0.0979
Si	0.0801	-0.0106	0.5589
Si	-0.0432	-0.0505	0.1681
Si	0.0822	-0.0399	-0.2472
Si	0.2141	0.0318	0.0449
Si	0.371	-0.0897	0.3378
Si	-0.037	0.0078	0.1481
Si	0.0561	-0.0186	0.0839
Si	0.0437	0.0752	0.3206
Si	0.0303	0.0598	0.0072
Si	-0.1332	-0.0867	0.0955
Si	0.0507	-0.0757	0.1865
Si	-0.0751	0.0332	0.3066
Si	-0.1114	0.0055	0.2678
Si	-0.0682	-0.0334	-0.0855
Si	-0.0165	0.1427	-0.0954
Si	-0.0944	-0.3289	0.2399
Si	-0.0317	-0.2909	0.3831
Si	0.1492	0.2209	0.2609
Si	-0.1176	0.0656	-0.0572
Si	0.0089	0.1052	0.0161
Si	-0.1521	-0.1006	0.2822
Si	-0.2071	0.3089	0.3264
Si	0.0735	0.1906	0.2726
Si	0.045	-0.1291	0.4169
Si	0.0033	-0.1442	-0.1392
Si	-0.0105	0.0236	0.6079
Si	-0.01	-0.0176	-0.1712
Si	0.078	-0.0128	-0.205
Si	0.0394	-0.096	0.272
Si	-0.079	0.1046	-0.1543
Si	-0.0796	-0.0809	-0.304
Si	0.1102	-0.1166	-0.0469
Si	-0.0085	0.0943	-0.185
Si	0.0665	-0.1533	-0.3403
Si	-0.034	-0.2761	-0.2067
Si	-0.0312	0.1397	-0.33
Si	0.0748	-0.0264	0.174
Si	-0.0193	-0.1407	-0.1466
Si	0.0043	0.0201	-0.4619
Si	-0.218	-0.0918	-0.204
Si	0.0184	0.2196	-0.3059
Si	0.0073	0.0543	-0.0705
Si	0.0264	-0.0038	-0.0525
Si	-0.1686	-0.0688	-0.3457
Si	-0.1193	0.0726	0.3918
Si	-0.345	0.0177	0.3586
Si	-0.1037	0.1773	-0.0544
Si	-0.1409	-0.0722	-0.2157
Si	-0.0482	0.2287	-0.1863
Si	-0.0881	-0.1019	0.503
Si	-0.1578	-0.1742	-0.4068
Si	-0.0912	-0.0917	-0.3308
Si	-0.0135	0.0035	-0.3804
Si	-0.0358	0.0993	0.1618
Si	0.0081	0.1224	-0.3994
Si	0.0074	-0.0192	-0.0107
Si	0.1049	-0.1261	0.0211
Si	0.2505	0.0759	-0.2972
Si	-0.0936	-0.0737	-0.0276
Si	0.1355	0.1112	0.1691
Si	0.12	-0.1219	-0.2227
Si	0.044	0.0137	-0.4242
Si	-0.0068	-0.0025	-0.2311
Si	-0.0608	0.0155	-0.2015
Si	0.3396	0.0775	-0.2859
Si	-0.2302	0.1227	-0.2536
Si	-0.079	0.0614	-0.1409
Si	0.1684	-0.2597	-1.2615
Si	-0.0644	-0.0699	-0.2035
Si	0.0582	0.068	-0.3964
Si	0.0714	0.1768	-0.3375
Si	0.1653	0.1995	-0.1163
Si	-0.0217	-0.08	-0.2839
Si	0.0731	-0.1273	-0.577
Si	0.0772	0.0121	-0.4512
Si	0.1024	0.2124	-0.3283
Si	-0.0841	-0.1368	-0.1628
Si	0.1909	-0.1609	-0.2901
Si	0.2343	-0.1451	-0.2128
Si	-0.0719	-0.1874	-0.417
Si	0.0706	0.0793	-0.0891
Si	0.1279	0.1297	-0.3549
Si	0.015	0.1473	-0.2233
Si	-0.1581	0.0327	-0.3532
Si	0.0773	0.0207	0.4319
Si	0.0329	0.0722	-0.2172
Si	-0.1831	0.2224	0.0415
Si	0.0722	0.0213	0.0349
Si	-0.0554	-0.1775	-0.3156
Si	-0.0894	0.1458	-0.4732
Si	0.0584	0.0535	-0.4721
Si	0.0077	-0.0098	-0.3966
Si	0.0845	-0.1213	-0.2779
O	-0.3806	0.2663	0.2149
O	-0.0744	-0.2387	0.1416
O	-0.3366	0.1203	0.5379
O	0.2199	0.0098	0.1288
O	0.0776	0.009	0.0557
O	-0.0141	0.0339	0.1899
O	0.1202	-0.2536	0.4482
O	0.0647	-0.0518	0.3017
O	0.2698	0.2153	0.1843
O	0.073	0.192	0.2507
O	0.0531	-0.0129	0.2272
O	-0.0362	-0.2833	0.0814
O	0.0434	-0.2179	0.2865
O	0.1039	-0.1708	0.5075
O	-0.2001	0.2863	-0.0916
O	0.1619	-0.0276	0.4753
O	0.0058	-0.2121	0.4004
O	-0.0797	-0.1525	0.1332
O	0.1425	0.4227	0.1772
O	-0.0961	0.37	0.3015
O	0.2128	0.0623	0.3925
O	-0.167	-0.0353	0.1913
O	0.1446	-0.0351	0.2795
O	-0.1877	0.0403	0.1178
O	-0.0453	-0.1914	0.2784
O	0.0662	0.0321	0.1331
O	0.0153	0.3781	-0.0205
O	-0.1361	-0.1582	0.1289
O	-0.0765	-0.0684	0.3393
O	-0.1101	-0.0684	0.0421
O	0.2635	-0.125	0.3513
O	-0.1892	0.1418	0.0736
O	-0.2148	-0.0434	0.6842
O	0.0873	-0.0467	-0.0933
O	-0.1885	-0.4139	0.0607
O	-0.169	-0.1864	-0.0333
O	-0.096	0.2732	0.3471
O	0.1669	-0.0941	0.3353
O	-0.2494	0.0759	0.3699
O	-0.3634	0.0563	0.3735
O	-0.0269	0.0191	0.3222
O	0.0945	0.213	0.1734
O	-0.0355	0.0083	-0.0423
O	-0.1223	-0.0085	0.2268
O	0.1732	-0.2524	0.3625
O	-0.3241	0.0958	-0.1508
O	0.2046	0.0499	-0.1392
O	-0.2363	0.1778	0.4695
O	0.1114	-0.0673	-0.2615
O	-0.36	0.1563	0.1165
O	0.1373	-0.0108	0.153
O	0.0265	-0.0161	0.3494
O	-0.3112	0.1443	-0.0033
O	-0.0523	-0.2502	0.4332
O	-0.2579	-0.0676	0.2275
O	-0.115	-0.1313	0.3469
O	-0.0104	0.3003	0.2809
O	-0.0861	0.2032	0.2019
O	-0.0712	0.1222	0.1087
O	0.0962	-0.4623	0.4135
O	0.0166	0.3686	0.1273
O	0.0147	-0.1767	0.2364
O	0.0427	-0.0394	-0.1818
O	-0.1237	-0.067	0.0982
O	-0.0991	-0.2516	0.0836
O	0.2545	-0.0429	-0.0756
O	-0.2739	0.2733	0.3396
O	-0.2373	0.2069	0.7085
O	-0.3358	0.0059	0.3383
O	-0.0274	-0.1767	-0.3911
O	-0.4642	-0.6004	-0.2446
O	0.3466	0.4359	-0.0199
O	0.1176	0.2117	0.0293
O	0.0316	0.1448	-0.1524
O	0.0953	0.156	-0.4408
O	0.2718	0.0365	-0.3968
O	-0.0563	0.0442	0.1706
O	-0.2249	0.1868	-0.1886
O	0.0195	0.0022	0.021
O	0.0199	0.1294	-0.6558
O	-0.1528	0.1075	-0.2964
O	0.0491	-0.2696	-0.1027
O	0.0043	0.1465	-0.5194
O	0.0195	-0.1062	-0.1257
O	-0.182	-0.1548	-0.6387
O	-0.0083	0.0889	-0.0279
O	-0.0499	-0.0419	0.067
O	0.136	0.067	-0.504
O	0.2253	0.183	-0.52
O	-0.1336	0.0703	-0.0039
O	0.1841	-0.0543	0.2563
O	0.1563	0.0959	-0.0038
O	-0.0381	0.1014	-0.1936
O	0.0238	-0.0827	-0.2962
O	0.1275	-0.0533	-0.3044
O	-0.0092	0.0799	-0.1537
O	-0.3226	0.1565	0.0302
O	-0.0203	-0.082	-0.1566
O	-0.0672	-0.2087	-0.2715
O	0.1735	0.0388	-0.0633
O	0.0927	-0.0749	-0.303
O	-0.0015	0.1648	-0.3278
O	-0.0624	-0.1808	-0.3671
O	0.0289	-0.0012	-0.3489
O	0.2787	-0.2397	-0.3825
O	-0.2579	-0.018	0.4521
O	0.1337	0.1197	-0.1224
O	-0.0971	0.0473	-0.482
O	-0.0022	-0.0322	-0.0713
O	-0.0369	-0.0109	-0.0974
O	0.0474	0.0566	-0.5606
O	-0.2088	0.1794	-0.0462
O	0.1659	-0.2403	-0.275
O	0.2429	-0.2826	-0.2847
O	-0.0707	0.1179	-0.255
O	0.3502	-0.0051	0.0981
O	-0.2754	0.0583	-0.4925
O	-0.0669	-0.0427	-0.2729
O	-0.1021	-0.1862	-0.431
O	-0.1013	-0.276	0.117
O	0.2463	0.0226	-0.1402
O	0.0654	-0.0185	0.049
O	-0.0294	0.0432	-0.3222
O	0.2091	0.0752	-0.165
O	-0.1874	0.4117	-0.009
O	-0.1534	0.2283	-0.1871
O	0.0835	-0.073	-0.0923
O	0.0312	0.1427	-0.1736
O	0.3725	0.0858	-0.3912
O	-0.047	-0.163	-0.2527
O	-0.2258	0.2413	-0.2537
O	0.008	-0.0524	-0.0586
O	0.1032	-0.063	-0.5568
O	-0.1652	-0.1897	0.0306
O	0.1648	0.2594	-0.059
O	-0.3137	0.1163	-0.0336
O	-0.0872	0.1444	-0.0188
O	-0.1405	-0.2621	-0.1896
O	-0.182	0.3763	-0.0993
O	-0.0196	-0.0583	-0.1617
O	-0.3479	-0.1319	-0.2048
O	0.0911	-0.1655	0.0479
O	-0.0126	0.0548	-0.3472
O	-0.1575	0.0091	0.1918
O	-0.0651	-0.1021	0.0319
O	-0.192	0.2171	0.0825
O	0.0277	0.1014	-0.0916
O	-0.2395	0.0045	0.0176
O	0.1677	0.0996	0.2345
O	0.0067	0.0648	-0.0969
O	0.2905	0.0169	-0.319
O	-0.0495	0.0649	0.0132
O	0.39	-0.0867	-0.1241
O	0.0524	0.0647	-0.2644
O	-0.1452	0.1186	-0.0927
O	-0.2355	0.1601	-0.184
O	-0.5305	-0.1705	-0.4709
O	0.1214	-0.0155	-0.1338
O	-0.128	-0.2093	-0.2335
O	-0.0167	0.0003	-0.025
O	0.0249	0.5357	-0.5074
O	-0.167	0.0455	0.1276
O	0.0834	0.1476	-0.1039
O	0.1118	-0.0352	-0.0521
O	0.0539	-0.27	-0.3268
O	-0.0999	-0.1102	-0.1588
O	-0.0792	-0.0978	0.0315
O	0.3707	-0.091	0.0972
O	0.1925	0.1353	-0.2188
O	-0.1238	0.0343	0.0005
O	0.041	0.2217	-0.4072
O	0.03	0.3032	-0.3277
O	-0.0226	-0.4605	-0.3928
O	-0.0081	-0.0843	-0.0432
O	0.2156	0.1179	0.1747
O	-0.1339	-0.0746	-0.1619
O	-0.1553	-0.0736	-0.3036
O	0.1285	-0.0365	0.0874
O	0.0392	0.0118	-0.1024
O	0.1425	0.0087	-0.0245
O	0.24	-0.286	-0.1934
O	-0.1729	0.1368	-0.3569
O	0.1526	0.3011	-0.4067
O	0.1812	0.0485	-0.0818
O	-0.0293	0.1444	0.0799
O	0.0642	-0.202	0.1638
O	-0.1584	-0.3162	-0.1303
O	0.0764	0.2038	-0.2232
O	0.0781	0.1274	0.0818
O	0.1618	0.1393	0.0157
O	-0.0869	-0.2782	0.1571
O	-0.0178	0.0521	0.0325
O	0.0374	0.3249	-0.465
O	-0.0094	0.1029	0.1754
O	0.0252	0.1555	0.1017
O	0.1554	0.0258	0.0821
O	-0.069	0.0599	-0.0773
O	-0.056	-0.1444	-0.0961
O	-0.0345	-0.0326	0.3187
O	-0.1919	-0.0266	0.0541
O	-0.0058	-0.1242	-0.075
O	-0.0313	0.0313	-0.0205
O	-0.0364	0.1075	-0.4325
O	-0.0671	-0.1329	0.1428
O	0.0111	0.2555	-0.1205
O	0.2186	0.1422	-0.036
O	-0.0968	0.1453	-0.0111
O	0.0216	0.1052	0.0827
O	-0.059	0.0103	0.2121
O	0.1579	-0.0714	0.1238
O	-0.1301	-0.07	-0.1531
O	-0.0746	-0.1061	-0.0151
O	0.2496	-0.0499	-0.2419
O	0.0506	0.1936	0.0333
O	-0.294	0.1308	-0.1468
O	0.2998	-0.2187	-0.0518
O	-0.2842	0.1517	-0.1934
O	-0.2153	-0.1371	0.2611
O	0.0174	0.109	0.3256
O	0.1382	0.2173	0.0297
O	0.0367	-0.1187	0.178
O	-0.0335	0.265	0.2721
O	0.211	0.1887	0.0668
O	-0.0571	0.2214	-0.3623
O	-0.0443	-0.2207	0.3368
O	0.0435	-0.0831	0.0649
O	-0.0862	0.1008	0.0806
O	-0.1738	-0.0686	0.1033
O	0.0604	-0.2601	-0.4325
O	-0.0791	-0.0037	0.0218
O	-0.1702	-0.1681	0.0796
O	-0.0193	0.1068	-0.228
O	-0.2491	0.166	-0.0802
O	-0.1128	0.0052	-0.2413
O	0.0948	-0.0712	0.0815
O	0.1595	-0.0305	-0.1831
O	-0.1463	0.1016	-0.1743
O	-0.0806	-0.0873	0.0599
O	0.112	-0.1547	-0.1524
O	-0.2094	-0.1765	0.04
O	0.2295	0.0908	-0.2107
O	0.238	0.0011	-0.2428
O	0.0888	0.0752	-0.2008
O	-0.055	-0.1241	0.1244
O	0.1309	-0.0874	-0.0246
O	-0.0337	0.0461	0.4254
O	-0.2433	-0.044	0.0105
O	0.105	0.1134	-0.1943
O	-0.0846	-0.169	-0.2063
O	-0.1358	-0.1224	0.0552
O	-0.0835	-0.0828	0.0865
O	-0.042	0.1717	-0.138
O	0.1547	0.0443	0.1139
O	-0.2386	0.0388	0.1132
O	0.0524	-0.207	-0.3915
O	-0.0858	-0.0257	0.035
O	0.0154	0.0767	-0.0425
O	0.1647	-0.285	0.4525
O	-0.1766	0.1527	0.0981
O	-0.0026	-0.0804	-0.02
O	0.0705	-0.0701	0.07
O	0.1681	-0.0176	-0.1395
O	-0.1322	0.3577	-0.4074
O	0.239	-0.2004	0.1839
O	0.0596	-0.2122	0.053
O	-0.0671	-0.0398	0.1798
O	-0.1261	0.0697	-0.1035
O	0.061	-0.103	0.183
O	-0.0024	0.0546	-0.146
O	0.0777	-0.2197	0.0599
O	-0.0995	-0.1191	0.2056
O	0.018	0.1839	0.2343
O	0.1408	0.1178	0.0012
O	-0.2775	0.0254	-0.0578
O	0.1141	0.1223	0.0671
O	0.0378	0.0523	0.1454
O	0.4148	-0.0833	0.3101
O	-0.3566	-0.1627	-0.0225
O	-0.0531	-0.2338	0.2545
O	-0.1369	-0.0784	0.228
O	0.0056	0.0311	0.1675
O	0.3035	-0.1084	0.0673
O	-0.174	-0.0911	0.1636
O	-0.0629	0.105	0.2705
O	0.1551	0.1609	-0.0667
O	0.0061	-0.4241	-0.1445
O	0.1046	-0.0738	-0.0094
O	0.0986	-0.0211	0.1408
O	0.169	-0.1641	0.1148
O	-0.0069	0.0437	0.3166
O	0.2421	-0.1523	0.1002
O	-0.394	0.0875	0.3411
O	-0.3152	-0.0268	0.3615
O	0.0014	-0.1159	0.1707
O	-0.1175	-0.0758	0.3572
O	-0.1166	0.1727	0.2877
O	-0.07	0.2	0.0181
O	-0.1429	0.0294	0.0336
O	0.0776	-0.0868	0.1769
O	-0.0177	-0.1596	0.4215
O	0.0344	-0.0411	0.229
O	0.0029	-0.1179	-0.2985
O	-0.0997	0.2784	0.4964
O	-0.178	-0.0315	-0.0489
O	0.072	0.2073	0.2536
O	0.0844	-0.1411	-0.0911
O	-0.1207	0.0096	-0.1111
O	0.0715	0.0626	0.1598
O	0.1164	-0.0364	0.3005
O	0.183	-0.1723	0.4629
O	-0.0723	0.2012	-0.039
O	-0.0394	0.0912	0.2002
O	-0.0072	-0.2767	0.1887
O	-0.0425	0.1059	0.2364
O	0.0164	-0.1768	0.1373
O	0.1485	0.16	0.0716
O	0.0117	0.1653	-0.0696
O	0.1501	-0.1426	0.1079
O	-0.0336	0.0876	0.2701
O	0.1606	-0.0371	-0.2747
O	-0.1424	0.0753	0.0841
O	-0.0549	-0.2875	0.1989
O	-0.0621	-0.1509	-0.0939
O	0.1394	-0.0306	0.0753
O	-0.0585	0.199	0.0855
O	0.0031	0.0051	-0.0787
O	-0.1219	-0.0003	0.2727
O	0.0567	-0.1035	-0.1177
O	0.0104	-0.2642	0.1001
O	-0.1006	-0.1737	0.4256
O	-0.1092	0.0191	0.259
O	0.2425	-0.0946	0.1668
Si	-0.0824	-0.0588	-0.0207
Si	0.051	0.0602	-0.0238
Si	0.0043	-0.0917	-0.028
Si	0.0174	-0.0283	0.0495
Si	0.0374	0.0433	0.0295
Si	0.036	0.0201	-0.0249
Si	-0.0141	-0.0564	-0.0907
Si	0.0327	-0.0099	-0.0594
Si	-0.0612	0.0352	-0.032
Si	0.0282	0.0664	-0.0431
Si	0.0132	-0.0576	-0.0008
Si	-0.0134	-0.0939	-0.0636
Si	-0.003	0.0444	-0.0027
Si	0.0348	0.0731	-0.027
Si	0.0647	0.1126	-0.0053
Si	-0.018	0.0459	-0.0641
Si	-0.0045	0.0096	-0.0347
Si	-0.0514	0.0253	-0.0248
Si	-0.0366	-0.0416	0.0163
Si	0.0662	-0.0623	0.0546
Si	0.0675	-0.0028	-0.0319
Si	0.0081	0.0122	-0.0721
Si	-0.0288	0.0641	-0.0902
Si	-0.0343	-0.0271	-0.0317
Si	0.0148	-0.0185	0.0152
Si	0.0395	-0.0231	-0.0759
Si	-0.0072	0.0293	-0.1407
Si	-0.056	-0.0211	0.0063
Si	-0.0321	0.0036	0.0004
Si	0.0026	-0.0225	0.0373
Si	-0.0236	0.0436	0.0259
Si	-0.0364	0.1246	-0.1078
Si	0.0757	-0.0509	-0.0688
Si	0.0338	-0.0232	-0.0422
Si	-0.0865	-0.0231	-0.0808
Si	0.0203	0.0399	0.0238
Si	-0.022	0.0467	-0.0146
Si	-0.001	-0.0466	-0.0189
Si	-0.0055	0.0345	-0.0111
Si	0.0108	-0.0114	-0.0162
Si	0.0062	-0.0812	-0.0176
Si	0.016	0.0252	0.0216
Si	-0.0128	0.0202	0.0081
Si	-0.0156	-0.0254	-0.0232
Si	-0.0156	-0.0574	-0.0308
Si	-0.0036	-0.0552	-0.0091
Si	-0.0406	0.023	0.0239
Si	0.001	0.0064	0.0006
Si	0.0159	-0.0608	-0.0281
Si	-0.0306	-0.0251	0.0199
Si	-0.0226	-0.0354	0.0127
Si	-0.0134	0.0093	0.0133
Si	-0.0143	0.0129	0.0303
Si	0.0282	-0.0333	-0.0343
Si	-0.0166	0.0476	-0.0392
Si	-0.0595	0.0334	0.0137
Si	0.0092	-0.0417	-0.0074
Si	0.0337	0.0051	0.0232
Si	0.0577	-0.0377	-0.0272
Si	-0.0187	0.0407	-0.0497
Si	0.033	-0.051	-0.0266
Si	0.0106	0.0665	-0.0009
Si	0.0945	-0.0173	0.0184
Si	0.0167	-0.0082	-0.0581
Si	0.0544	-0.0314	-0.0268
Si	-0.0112	0.0029	0.0075
Si	0.0059	-0.0429	0.0059
Si	0.0386	-0.063	0.0113
Si	-0.0054	-0.0099	0.0195
Si	-0.0515	0.039	0.0099
Si	-0.0244	0.0293	-0.0032
Si	0.0468	-0.0422	0.0229
Si	-0.016	-0.013	-0.0017
Si	0.0059	-0.0053	-0.0033
Si	0.0083	0.0025	0.0148
Si	-0.0001	0.0148	-0.005
Si	-0.0046	0.024	-0.0172
Si	0.0309	0.047	0.0026
Si	-0.0298	0.0147	0.0067
Si	0.0028	-0.0199	-0.0115
Si	-0.0176	-0.003	-0.0086
Si	-0.0014	0.0057	0.0183
Si	-0.0069	-0.0048	0.0006
Si	-0.0104	0.0125	-0.0089
Si	0.0101	0.0592	-0.0019
Si	-0.0322	0.0074	0.0119
Si	-0.0118	-0.0035	-0.013
Si	0.0137	0.0419	0.0072
Si	0.0291	0.0132	-0.0025
Si	-0.0536	-0.0475	-0.0013
Si	0.0341	0.0042	0.0132
Si	0.0272	0.0129	0.0074
Si	0.008	0.026	0.0019
Si	0.0259	-0.0177	0.0172
Si	-0.0293	0.0002	-0.0102
Si	0.0186	0.0156	0.0136
Si	-0.0244	0.0283	-0.0163
Si	0.0171	0.0346	-0.0085
Si	0.0007	0.0388	-0.0137
Si	-0.0343	-0.0032	0.0067
Si	-0.0464	0.0056	0.0207
Si	-0.0355	0.0204	0.0154
Si	0.0271	0.0142	-0.0057
Si	0.0018	0.0291	0.0176
Si	-0.007	-0.0213	0.0029
Si	-0.0186	0.0055	-0.0148
Si	0.0398	-0.0132	-0.0075
Si	0.022	-0.025	0.0049
Si	0.0002	0.0029	-0.0022
Si	-0.0187	-0.0061	0.0056
Si	-0.0123	-0.0066	-0.0043
Si	0.0095	-0.009	0.0056
Si	-0.004	0.0011	-0.0023
Si	0.0019	-0.0288	0.0033
Si	0.0049	-0.0248	-0.0002
Si	-0.0211	0.0153	0.0016
Si	-0.0002	-0.011	-0.0034
Si	-0.0018	-0.0212	-0.0035
Si	-0.0066	-0.0163	0.0041
Si	0.0149	-0.0288	0.0006
Si	0.0053	-0.0271	0.0047
Si	0.0233	-0.0166	0.0017
Si	0.0198	0.0099	0.0106
Si	-0.0116	-0.0139	-0.0006
Si	-0.0344	0.0012	0.0023
Si	0.02	0.0051	0.0035
Si	-0.0011	-0.0067	0.0003
Si	-0.0047	-0.0264	0.0019
Si	0.0064	-0.0223	-0.0049
Si	-0.0008	-0.0112	0.008
Si	0.0157	-0.0004	-0.0066
Si	-0.0254	-0.0022	-0.0068
Si	0.0356	-0.0055	0.0077
Si	0.0095	-0.0177	0.0013
Si	0.0377	-0.0315	0.0023
Si	0.0074	0.0046	0.0026
Si	0.0216	-0.0257	0.0066
Si	0.0121	-0.0227	-0.0016
Si	-0.0087	-0.0087	-0.0033
Si	-0.0095	-0.008	0.0046
Si	-0.0223	0.0231	0.0062
Si	0.0133	-0.0252	0.0018
Si	-0.0114	0.0022	-0.0119
Si	-0.0045	0.009	0.0181
Si	0.0024	0.0167	0.0031
Si	-0.0016	0.0164	-0.0013
Si	-0.0018	0.0265	-0.0024
Si	0.0019	0.0136	0.0022
Si	0.004	0.013	0.002
Si	0.0159	0.0165	0.0026
Si	-0.0099	-0.0004	-0.0009
Si	0.0013	0.0066	0.0014
Si	-0.013	0.0041	-0.0022
Si	-0.0055	0.003	-0.0011
Si	-0.0129	-0.0014	-0.0002
Si	-0.0091	0.0164	-0.0017
Si	-0.0108	0.005	-0.0055
Si	-0.0148	0.0204	-0.0049
Si	-0.0102	0.019	-0.0013
Si	-0.0098	0.0071	0.0041
Si	-0.0054	0.0083	0.0077
Si	0.0002	-0.003	0.0018
Si	0.0324	0.0084	0.0042
Si	0.012	0.0211	0.0058
Si	0.0068	-0.0041	-0.0007
Si	0.0167	0.01	0.0016
Si	-0.008	0.0119	0.0035
Si	0.0043	0.0008	0.0001
Si	0.002	0.0182	0
Si	-0.0103	0.0238	0.0038
Si	-0.0078	0.0087	-0.0016
Si	-0.0161	0.0189	0.0033
Si	-0.0256	0.0086	0.0003
Si	-0.0124	0.0198	0.0023
Si	-0.0084	0.0055	0.0014
Si	-0.0014	-0.0023	0.0031
Si	0.0043	0.0051	0.0084
Si	0.0014	0.0011	-0.0055
Si	0.0279	-0.0035	-0.001
Si	0.0138	-0.0076	0.0006
Si	-0.0041	-0.0112	0.0011
Si	-0.0056	-0.0098	-0.0021
Si	0.0003	-0.0132	0.002
Si	0.0055	-0.004	0.0025
Si	-0.0088	-0.0107	-0.0012
Si	-0.0183	-0.0133	0.0012
Si	-0.0041	-0.0074	-0.0014
Si	0.0031	-0.0063	0.0014
Si	0.0011	-0.0149	-0.0019
Si	0.0012	-0.0122	-0.0031
Si	0.0044	-0.0094	-0.0011
Si	-0.0031	-0.0159	-0.0019
Si	0.0092	-0.0058	-0.0013
Si	0.0124	0.0021	-0.0012
Si	0.0106	-0.0117	-0.0028
Si	0.0034	-0.014	0.0002
Si	-0.0029	-0.0121	0.0061
Si	0.0021	-0.0072	0.0036
Si	-0.0089	-0.0119	0.0003
Si	0.0024	-0.0181	0.0018
Si	0.0044	-0.0113	-0.0005
Si	-0.0193	-0.0027	0.0001
Si	0.0093	-0.0116	-0.0023
Si	-0.0012	-0.0012	-0.0048
Si	0.0162	-0.0119	-0.0041
Si	0.0021	-0.018	-0.003
Si	0.0201	-0.0051	0.0004
Si	0.0051	-0.0132	-0.0008
Si	0.0153	-0.0157	0.0004
Si	0.0185	-0.0068	0.0053
Si	0.009	-0.0068	0.0006
Si	-0.0081	-0.0078	0.0025
Si	-0.0099	-0.015	-0.0041
Si	0.0018	-0.012	-0.0003
Si	-0.0134	-0.0029	0.0009
Si	-0.002	-0.0013	-0.0014
Si	-0.0063	0.0274	-0.0013
Si	-0.001	0.0115	0.0034
Si	-0.0088	0.0235	-0.0066
Si	-0.0034	0.0217	-0.0013
Si	-0.0081	0.0094	-0.0026
Si	-0.0049	0.006	0.0025
Si	0.0065	-0.0018	-0.0033
Si	0.0087	0.0139	0.0022
Si	-0.0022	-0.0001	0.0022
Si	-0.004	-0.0067	-0.0054
Si	-0.0048	0.0034	0.0045
Si	-0.0071	-0.0006	0.0047
Si	-0.0101	0.019	-0.0035
Si	0.0083	0.0155	-0.0011
Si	-0.0051	0.0071	0.0026
Si	-0.0116	0.006	0.0016
Si	0.0107	0.0051	0.0051
Si	0.0206	0.0161	0.0046
Si	0.0087	0.02	-0.0002
Si	-0.0035	0.0041	0.001
Si	-0.0085	0.0023	-0.0026
Si	-0.0049	0.0086	0.0017
Si	-0.0067	0.0189	0.0027
Si	0.007	-0.0009	-0.0008
Si	0.0068	0.016	0.0021
Si	-0.01	0.0112	0.0002
Si	-0.0086	0.0082	-0.0004
Si	-0.0018	0.0206	-0.0042
Si	-0.0077	0.01	0.0027
Si	-0.0061	0.0055	-0.0045
Si	-0.0064	0.0021	0.0013
Si	-0.0202	0.0063	-0.0026
Si	0.0203	0.0057	0.0005
Si	0.0064	0.0094	0.0051
Si	0.0038	0.002	-0.0029
Si	0.0112	0.0061	0.0025
Si	-0.0063	-0.0116	-0.0039
Si	-0.0089	-0.0063	-0.0012
Si	-0.0032	-0.0239	0.0023
Si	0.0036	-0.0048	-0.0026
Si	-0.0046	-0.0147	0.0043
Si	-0.0103	-0.0129	0.0074
Si	-0.009	0.0066	-0.0097
Si	-0.0084	-0.0148	-0.0015
Si	0.0037	-0.0147	-0.0062
Si	0.0166	-0.0101	0.0023
Si	-0.0103	-0.0019	-0.0057
Si	-0.0004	0.0053	0.0021
Si	0.0044	-0.0104	-0.0056
Si	-0.0128	-0.0139	-0.0018
Si	-0.0073	-0.0191	0.0014
Si	0.0126	-0.0155	-0.0031
Si	0.0002	-0.0089	0.0004
Si	-0.0177	-0.0203	-0.0032
Si	0.0076	-0.0174	-0.0053
Si	0.0074	-0.0018	-0.0017
Si	0.011	0.0028	0.004
Si	-0.0034	-0.0107	-0.0005
Si	0.0083	-0.0158	0.0016
Si	0.003	-0.0115	0.0065
Si	0.016	-0.0087	-0.0022
Si	0.0074	-0.0004	-0.0038
Si	0.0101	-0.0027	-0.0015
Si	-0.0015	-0.0097	-0.005
Si	0.0235	-0.0009	0.0036
Si	0.0251	-0.0061	-0.0016
Si	-0.0048	-0.0177	0.0003
Si	0.0099	-0.006	0.0072
Si	-0.0148	-0.0246	-0.0061
Si	-0.0082	-0.0162	0.0014
Si	0.012	0.0083	-0.0033
Si	-0.0077	-0.0182	-0.0073
